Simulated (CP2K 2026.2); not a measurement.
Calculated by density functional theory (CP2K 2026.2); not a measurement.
Periodic cell of 2011 atoms, Si1440O571, from a study of silicon, its oxide and their interface. The atomic structure is a simulated model.
Doubt: the forces sum to 3.81 eV/angstrom along one axis rather than to zero, so they err by at least 0.0019 eV/angstrom per atom on average; the grid cutoff is modest.

Settings
functional: PBE
method: Gaussian and plane waves
basis set: DZVP-MOLOPT-SR-GTH
pseudopotentials: GTH-PBE
grid cutoff: 300 Ry, relative cutoff 40 Ry
k points: Gamma only
occupations: fixed
spin: none
net charge: 0

Cell vectors (angstrom)
a	65.28	0	0
b	0	16.32	0
c	-0.0829	-0.1051	33.4396

Atoms and the computed forces on them: element, x, y, z (angstrom), force x, y, z (eV/angstrom)
Si	1.622	-1.601	2.766	-0.059	0.23	0.672
Si	4.554	0.894	2.76	-0.019	0.024	-0.029
Si	1.632	3.972	2.58	-0.05	0.004	0.626
Si	4.43	6.443	3.01	-0.196	0.29	0.24
Si	1.943	-6.971	2.45	0.256	-0.201	0.485
Si	3.93	-3.758	2.665	0.253	-0.181	0.723
Si	6.228	-0.836	2.969	-0.047	0.051	0.003
Si	9.381	1.139	2.421	0.122	0.168	0.719
Si	6.734	4.412	2.535	0.194	-0.408	0.654
Si	9.349	7.114	2.628	0.385	-0.19	0.554
Si	7.347	9.623	2.424	0.23	0.477	0.296
Si	10.009	12.091	2.759	-0.395	0.347	0.119
Si	13.078	-1.962	2.318	0.088	-0.082	0.33
Si	14.952	1.216	2.443	-0.247	-0.604	0.285
Si	12.615	3.345	2.209	-0.625	-0.184	0.316
Si	15.687	6.74	2.633	-0.625	0.423	0.299
Si	12.258	9.942	2.817	0.15	-0.051	0.644
Si	15.002	12.771	2.825	0.067	0.122	0.087
Si	18.779	-1.13	2.217	-0.075	0.101	0.603
Si	21.234	0.562	1.882	0.054	-0.024	0.186
Si	17.988	4.639	2.663	0.223	-0.011	-0.091
Si	21.851	7.096	2.001	-0.07	0.054	0.622
Si	17.746	9.801	2.648	-0.417	0.216	0.428
Si	20.129	12.447	2.951	0.103	-0.088	0.715
Si	22.944	-1.959	2.498	-0.365	-0.229	0.45
Si	26.724	1.165	2.388	0.104	-0.092	0.147
Si	23.559	4.461	2.437	0.326	0.174	0.49
Si	27.292	8.195	4.421	0.061	0.034	0.084
Si	24.113	-7.496	2.047	0.137	0.084	0.146
Si	26.446	-4.132	2.726	0.359	0.387	0.418
Si	28.52	-1.222	3.219	-0.081	0.07	0.532
Si	31.244	1.312	3.008	0.238	-0.046	0.75
Si	28.748	5.343	2.095	0.085	-0.187	0.654
Si	30.466	7.801	1.994	0.067	0.161	0.162
Si	28.482	9.778	3.198	-0.001	-0.085	0.618
Si	30.346	-3.731	2.628	-0.075	-0.308	0.492
Si	34.263	-1.264	2.852	-0.368	0.301	0.18
Si	36.024	2.077	2.972	-0.004	0.016	0.047
Si	34.259	3.764	3.074	0.273	-0.263	0.43
Si	37.002	6.373	2.863	0.032	-0.023	-0.006
Si	34.376	-6.592	2.573	0.326	0.316	0.451
Si	36.347	-3.655	2.645	0.281	-0.167	0.647
Si	39.104	-0.964	2.738	0.168	-0.282	0.207
Si	42.603	0.816	2.915	0.112	-0.025	0.028
Si	38.803	4.649	2.819	-0.035	0.057	0.011
Si	-23.748	7.479	2.794	-0.035	-0.003	-0.026
Si	39.745	-7.199	2.871	0.154	-0.132	0.531
Si	-23.558	-3.72	2.361	-0.039	0.019	0.037
Si	-21.013	-0.956	2.846	-0.331	0.064	0.499
Si	-18.276	1.799	2.017	-0.106	-0.074	0.104
Si	-20.72	3.502	2.737	-0.218	-0.247	0.616
Si	-17.696	7.327	2.829	0.112	-0.339	0.627
Si	-20.149	-7.001	2.567	-0.338	0.337	-0.024
Si	-17.267	-4.548	2.883	0.209	-0.201	0.606
Si	-14.242	-1.079	2.53	0.255	0.433	0.318
Si	-11.76	2.661	1.985	0.041	-0.066	0.576
Si	-14.259	4.415	2.292	0.399	0.576	0.217
Si	-10.742	7.211	1.887	0.264	-0.172	0.388
Si	-15.589	-6.298	2.95	-0.09	0.086	-0.007
Si	-12.592	-3.863	2.809	0.252	-0.256	0.651
Si	-9.694	-1.823	2.351	-0.345	-0.442	0.399
Si	-7.072	1.947	2.103	0.011	-0.011	-0.145
Si	-9.944	5.02	1.75	-0.228	0.561	0.11
Si	-7.139	6.803	2.673	-0.084	0.113	-0.01
Si	-8.79	8.459	1.916	0.074	-0.752	0.163
Si	-6.884	-3.292	2.22	0.321	0.186	0.542
Si	-3.562	-1.708	2.929	0.174	-0.221	0.561
Si	-1.34	1.56	2.599	0.195	-0.151	0.637
Si	-3.328	3.979	2.401	0.457	0.255	0.278
Si	-1.042	7.735	2.289	0.277	0.236	0.514
Si	-3.452	-6.697	2.234	0.248	0.475	0.403
Si	-1.852	-3.414	2.694	-0.046	0.087	0.568
Si	2.833	-0.048	4.064	-0.002	-0.005	-0.051
Si	5.604	2.709	3.866	0.03	0.027	0.013
Si	2.759	5.339	4.112	-0.074	-0.026	-0.015
Si	5.452	8.149	4.154	-0.116	-0.332	0.369
Si	2.905	-5.434	3.916	-0.042	0.025	-0.055
Si	5.42	-2.673	4.108	-0.058	-0.025	-0.078
Si	8.12	0.033	4.031	0.001	0.015	-0.073
Si	10.941	2.479	3.655	0.037	0.02	-0.067
Si	8.305	5.467	3.933	-0.004	-0.032	0.034
Si	11.057	8.214	3.907	-0.014	-0.005	0.009
Si	8.361	11	4.002	-0.033	-0.091	-0.04
Si	11.237	-2.634	3.849	0.074	0.109	-0.018
Si	13.778	-0.225	3.853	0.054	-0.073	-0.07
Si	16.75	2.643	4.371	-0.316	0.068	0.648
Si	13.857	5.63	3.793	0.456	0.3	0.386
Si	16.563	8.341	4.073	-0.04	0.029	-0.049
Si	13.826	11.13	4.137	0.033	-0.034	0.017
Si	16.596	-2.51	4.41	0.044	-0.042	-0.021
Si	18.396	-0.749	4.428	0.027	0.041	0.034
Si	21.804	2.465	4.154	-0.05	0.043	0.69
Si	19.707	5.883	4.468	0.067	0.158	0.469
Si	21.414	7.527	4.303	0.009	0.011	-0.027
Si	19.031	10.883	4.234	0.034	0.033	-0.064
Si	21.695	-2.813	4.277	0.018	0.082	-0.089
Si	24.675	-0.272	4.244	-0.315	-0.02	0.594
Si	27.717	3.047	4.548	0.094	0.196	0.479
Si	24.692	5.335	4.29	0.005	0.054	-0.086
Si	26.146	6.701	3.114	0.032	0.043	0.644
Si	24.384	10.706	4.37	0.043	-0.029	0.697
Si	27.198	-2.678	4.409	0.054	-0.061	-0.08
Si	29.974	0.042	4.47	0.018	0.006	-0.003
Si	32.63	2.659	4.331	0.014	0.015	-0.063
Si	29.292	4.856	4.357	0.023	-0.007	-0.038
Si	32.376	8.073	4.314	-0.007	0.059	0.671
Si	29.893	11.098	4.402	0.046	-0.003	0
Si	32.701	-2.509	4.125	0.286	0.297	0.468
Si	35.316	0.244	4.258	0.019	0.016	0.032
Si	37.873	2.949	4.19	-0.026	-0.007	-0.043
Si	35.326	5.455	4.271	-0.005	0.022	-0.055
Si	38.033	-8.22	4.146	0.018	-0.025	-0.034
Si	35.418	-5.276	4.128	0.041	-0.015	-0.081
Si	37.96	-2.573	3.993	0.011	-0.035	-0.056
Si	40.716	0.043	4.118	0.031	0.024	-0.021
Si	-21.909	2.513	4.356	-0.062	-0.003	0.082
Si	-24.656	5.609	4.005	0.023	-0.018	-0.033
Si	-21.854	-7.991	3.927	0.04	0.001	-0.023
Si	-24.606	-5.286	3.893	-0.036	0.005	-0.056
Si	-22.044	-2.737	3.933	0.031	0	-0.059
Si	-19.23	-0.134	4.088	-0.326	-0.168	0.451
Si	-16.337	2.963	4.151	-0.062	-0.387	0.756
Si	-18.901	5.648	4.027	0.383	0.334	0.372
Si	-16.424	-7.913	4.398	0.035	-0.026	0.06
Si	-19.112	-5.444	4.062	0.015	0.045	-0.057
Si	-16.401	-2.668	4.029	-0.205	-0.363	0.323
Si	-13.292	0.36	4.188	-0.017	0.031	-0.024
Si	-11.631	2.215	4.245	-0.034	0.034	-0.021
Si	-13.315	5.853	4.035	-0.006	-0.008	-0.038
Si	-11.557	-8.806	4.061	-0.064	-0.058	-0.063
Si	-13.766	-5.415	4.061	-0.014	-0.004	-0.012
Si	-10.913	-2.856	4.03	0.026	0.012	-0.098
Si	-8.448	0.388	4.173	0.259	-0.265	0.769
Si	-5.324	2.519	4.108	-0.177	-0.067	0.764
Si	-8.319	5.408	4.162	0.299	0.267	0.294
Si	-5.479	7.855	3.94	-0.298	-0.249	0.447
Si	-8.043	-5.61	3.823	0.062	0.261	0.66
Si	-5.493	-2.522	3.991	-0.052	-0.012	-0.027
Si	-2.509	0.036	4.005	0.028	0.056	0.011
Si	0.193	2.7	3.954	-0.02	-0.003	-0.068
Si	-2.506	5.425	3.947	-0.237	-0.431	0.309
Si	0.323	8.48	3.944	0.074	0.023	0.005
Si	-2.705	-5.251	3.888	0.007	0.039	0.011
Si	0.009	-2.727	3.991	-0.024	-0.03	-0.039
Si	1.467	1.333	5.362	-0.015	-0.041	0.011
Si	4.201	3.978	5.347	0.079	0.007	-0.001
Si	1.42	6.861	5.302	-0.032	-0.004	0.017
Si	4.119	9.543	5.438	-0.005	0.016	-0.009
Si	1.388	-4.162	5.273	0.074	0.001	0.008
Si	4.079	-1.399	5.514	-0.019	0.008	0
Si	6.899	1.458	5.398	-0.045	0.002	0.014
Si	9.714	4.007	5.138	0.02	-0.049	-0.018
Si	6.992	6.836	5.369	-0.022	0.022	-0.036
Si	9.66	9.531	5.333	0.005	0.01	0.041
Si	6.895	12.274	5.321	0.008	0.014	-0.006
Si	9.666	-1.358	5.196	-0.002	-0.034	0.022
Si	12.335	1.215	5.145	-0.002	0.034	0.032
Si	15.088	4.097	5.271	-0.045	0.035	-0.072
Si	12.417	6.834	5.26	0.012	-0.006	-0.038
Si	15.082	9.589	5.413	-0.019	-0.013	0.035
Si	12.353	12.345	5.464	-0.031	-0.001	0.034
Si	15.001	-1.335	5.579	0.004	0.071	0.01
Si	17.765	1.12	5.736	0.042	0.023	-0.027
Si	20.535	3.956	5.551	0.028	-0.06	-0.014
Si	17.826	6.886	5.514	-0.021	-0.017	-0.049
Si	20.446	9.416	5.461	-0.018	-0.038	-0.005
Si	17.706	12.173	5.666	-0.001	0.054	-0.027
Si	20.319	-1.486	5.614	-0.006	0.037	-0.013
Si	23.174	1.139	5.517	0.067	-0.043	-0.04
Si	25.894	3.956	5.706	0.048	-0.051	-0.001
Si	23.193	6.647	5.591	0.001	-0.055	0.003
Si	25.866	9.495	5.74	-0.054	0.029	-0.05
Si	23.033	12.135	5.642	0.015	-0.017	-0.046
Si	25.856	-1.459	5.819	-0.02	0.026	0.001
Si	28.628	1.347	5.84	-0.046	-0.01	0.014
Si	31.171	4.024	5.563	-0.003	0.01	0.042
Si	28.548	6.691	5.688	0.021	0.009	0.017
Si	31.273	9.649	5.642	0.024	-0.072	-0.002
Si	28.527	12.316	5.793	-0.019	-0.008	0.009
Si	31.321	-1.384	5.694	0.043	-0.021	-0.038
Si	33.913	1.349	5.749	0.035	-0.023	0.001
Si	36.625	4.165	5.723	-0.024	-0.024	0.013
Si	33.845	6.749	5.584	0.031	-0.002	0.022
Si	36.678	-6.77	5.435	-0.033	-0.039	0.01
Si	33.948	-4.02	5.479	-0.054	0.021	-0.014
Si	36.682	-1.241	5.48	-0.057	-0.025	0.046
Si	39.348	1.501	5.403	-0.054	-0.016	-0.033
Si	-23.288	4.145	5.363	-0.003	0.039	-0.045
Si	-25.9	6.843	5.586	0.016	-0.023	-0.038
Si	-23.173	-6.607	5.327	-0.031	-0.012	-0.006
Si	-25.97	-4.008	5.346	-0.031	0	-0.004
Si	-23.281	-1.396	5.464	0.043	0.011	-0.042
Si	-20.372	1.322	5.586	0.049	-0.024	-0.048
Si	-17.745	4.212	5.515	-0.066	-0.004	-0.056
Si	-20.49	6.908	5.326	0.114	0.027	-0.048
Si	-17.897	-6.691	5.655	-0.035	0.035	-0.001
Si	-20.561	-4.039	5.293	0.024	0.018	0.035
Si	-17.833	-1.438	5.429	0.088	0.059	-0.043
Si	-15.094	1.333	5.375	-0.03	0.065	-0.044
Si	-12.464	4.095	5.424	0.02	-0.027	0.008
Si	-14.986	6.871	5.417	0.012	-0.093	-0.013
Si	-12.347	-6.879	5.253	0.039	-0.006	0.035
Si	-15.027	-3.996	5.455	-0.03	0.017	-0.051
Si	-12.221	-1.367	5.413	-0.001	-0.038	-0.01
Si	-9.879	1.396	5.613	0.04	0.061	-0.035
Si	-6.896	3.894	5.331	0.061	0.003	-0.07
Si	-9.736	6.73	5.441	0.007	-0.02	0.042
Si	-6.732	-6.919	5.273	0.002	-0.019	-0.057
Si	-9.42	-4.181	5.228	0.048	-0.033	-0.016
Si	-6.843	-1.099	5.296	-0.062	0.029	-0.095
Si	-3.89	1.303	5.439	-0.021	-0.044	-0.049
Si	-1.152	4.098	5.326	-0.027	-0.053	-0.024
Si	-4.063	6.591	5.306	0.062	0.048	-0.052
Si	-1.301	-6.67	5.237	-0.022	-0.052	0.018
Si	-4.215	-4.078	5.289	-0.02	0.004	-0.05
Si	-1.241	-1.341	5.408	-0.025	-0.022	-0.049
Si	0.104	-0.001	6.755	0.033	0.036	0.024
Si	2.833	2.674	6.731	-0.017	-0.008	0.001
Si	0.108	5.488	6.701	0.028	-0.004	0.032
Si	2.76	8.16	6.737	-0.02	-0.018	-0.015
Si	0.029	-5.429	6.706	-0.055	-0.016	0.037
Si	2.704	-2.798	6.743	-0.058	-0.051	0.001
Si	5.525	0.028	6.726	-0.001	-0.011	-0.041
Si	8.328	2.777	6.671	0.047	0.053	-0.024
Si	5.553	5.438	6.655	-0.067	0.048	-0.051
Si	8.331	8.174	6.73	0.002	0.013	0.002
Si	5.556	10.895	6.709	-0.015	0.018	-0.009
Si	8.304	-2.705	6.641	0.006	-0.007	0.001
Si	10.969	-0.013	6.644	0.026	0.02	-0.015
Si	13.674	2.671	6.582	0.033	-0.019	-0.015
Si	11.035	5.398	6.57	-0.013	0.006	-0.006
Si	13.703	8.174	6.712	0.009	0.001	0.023
Si	10.98	10.898	6.725	-0.033	-0.011	-0.003
Si	13.652	-2.697	6.9	0.004	0.02	0.001
Si	16.282	-0.041	7.052	-0.04	-0.044	0.004
Si	19.155	2.612	6.924	0.032	0.035	0.037
Si	16.403	5.434	6.739	0.004	-0.052	-0.009
Si	19.11	8.169	6.959	0.023	0.053	0.014
Si	16.347	10.82	6.953	0.019	-0.011	-0.014
Si	19.077	-2.845	7.044	0.034	-0.022	-0.016
Si	21.722	-0.082	6.922	-0.005	0.031	-0.026
Si	24.503	2.539	6.954	-0.053	-0.022	-0.015
Si	21.892	5.262	6.988	0.018	0.03	-0.041
Si	24.458	8.087	6.994	0.026	0.029	-0.041
Si	21.717	10.753	6.963	0.018	0.015	-0.008
Si	24.417	-2.833	7.029	-0.029	0	-0.016
Si	27.228	-0.05	7.101	-0.019	-0.01	-0.021
Si	29.972	2.718	7.131	0.029	0.036	-0.03
Si	27.145	5.42	7.087	0.007	0.006	-0.04
Si	29.928	8.15	6.959	-0.003	0.053	-0.052
Si	27.191	10.881	7.083	-0.006	-0.004	0.006
Si	29.942	-2.692	7.084	0	0.006	0.019
Si	32.611	-0.022	7.095	-0.052	0.021	-0.02
Si	35.289	2.753	7.029	0.002	-0.033	-0.013
Si	32.535	5.391	6.959	-0.009	-0.019	-0.022
Si	35.267	-8.112	6.829	-0.014	0.022	-0.009
Si	32.664	-5.358	6.967	-0.004	-0.013	0.017
Si	35.312	-2.636	6.84	-0.003	-0.01	-0.012
Si	38.052	0.096	6.833	0.037	-0.025	-0.006
Si	-24.601	2.825	6.812	0.047	0.02	0.017
Si	-27.253	5.524	6.987	0.01	0.012	0.002
Si	-24.492	-8.03	6.762	-0.03	-0.005	-0.008
Si	-27.254	-5.4	6.788	0.025	0.022	0.04
Si	-24.622	-2.721	6.825	-0.015	-0.013	0.01
Si	-21.846	-0.042	6.818	0.005	-0.019	-0.004
Si	-19.074	2.786	6.852	0.03	-0.008	0.02
Si	-21.837	5.494	6.688	0.005	-0.024	-0.009
Si	-19.234	-8.127	6.871	-0.003	-0.008	-0.006
Si	-21.848	-5.355	6.775	0.043	0.016	0.037
Si	-19.208	-2.747	6.767	-0.038	-0.03	0.007
Si	-16.432	-0.035	6.727	-0.021	0.032	0.044
Si	-13.818	2.75	6.796	-0.035	0.023	-0.001
Si	-16.356	5.541	6.821	0.034	0.004	0.046
Si	-13.655	-8.111	6.79	0.007	0.009	-0.013
Si	-16.421	-5.325	6.842	-0.013	0.001	-0.028
Si	-13.621	-2.693	6.767	0.018	0.055	0.003
Si	-11	-0.096	6.936	-0.044	-0.033	0.007
Si	-8.302	2.712	6.779	-0.009	0.021	0.038
Si	-10.993	5.333	6.817	-0.023	0.007	-0.039
Si	-8.231	-8.186	6.634	-0.006	0.03	-0.021
Si	-10.872	-5.515	6.577	0.01	0.024	-0.011
Si	-8.148	-2.673	6.588	0.012	0.023	-0.012
Si	-5.406	0.05	6.746	-0.026	-0.029	0.01
Si	-2.578	2.76	6.701	-0.008	0.063	-0.012
Si	-5.486	5.292	6.663	0.001	0.019	0.024
Si	-2.69	8.138	6.531	0.032	-0.012	0.015
Si	-5.459	-5.502	6.671	0.005	-0.006	0.023
Si	-2.745	-2.72	6.628	-0.033	-0.038	-0.005
Si	1.402	-1.352	18.788	-0.045	0.026	-0.004
Si	4.108	1.371	19.037	-0.01	0.017	0.037
Si	1.34	4.02	18.959	-0.028	-0.002	-0.006
Si	4.059	6.784	19.056	0.004	0.029	0.048
Si	1.364	-6.878	18.829	-0.045	-0.031	-0.047
Si	4.075	-4.11	18.95	0.014	0.037	0.074
Si	6.796	-1.34	18.941	0.045	0.041	-0.009
Si	9.45	1.361	19.105	0.001	-0.03	-0.004
Si	6.756	4.081	19.147	0.009	-0.018	0.024
Si	9.429	6.792	19.111	0.012	0.005	0.006
Si	6.759	9.514	18.893	0.01	-0.025	-0.005
Si	9.407	-4.071	18.977	-0.008	-0.004	0.007
Si	12.196	-1.358	18.948	0.021	0.004	-0.042
Si	14.864	1.335	18.965	0.011	-0.022	-0.048
Si	12.169	4.059	19.122	0.026	-0.027	0.02
Si	14.915	6.744	19.232	0.005	-0.01	-0.01
Si	12.173	9.431	19.137	-0.016	-0.001	-0.007
Si	14.885	-4.187	19.143	-0.025	0.017	0.037
Si	17.618	-1.427	19.065	-0.006	-0.029	-0.001
Si	20.342	1.373	19.181	0.026	-0.004	0.012
Si	17.565	4.052	19.14	0	-0.004	-0.019
Si	20.362	6.809	19.148	-0.007	0.018	0.034
Si	17.569	9.421	19.195	-0.025	0.002	-0.006
Si	20.327	-4.125	19.198	0.028	0.009	0.027
Si	23.062	-1.286	19.204	0.009	-0.021	0.005
Si	25.795	1.394	19.306	0.004	-0.004	0.014
Si	23.087	4.066	19.219	0.005	0.013	0.01
Si	25.814	6.817	19.216	0.009	0.012	-0.001
Si	23.114	9.553	19.093	0.008	-0.012	-0.031
Si	25.898	-4.011	19.219	0.017	0.026	-0.007
Si	28.553	-1.326	19.306	-0.003	-0.038	0.002
Si	31.32	1.403	19.278	0.008	0.002	0.005
Si	28.53	4.088	19.256	-0.018	-0.018	-0.006
Si	31.323	6.824	19.219	-0.006	0.012	-0.003
Si	28.584	9.573	19.25	-0.006	0.014	0.005
Si	31.258	-4.027	19.255	0.023	-0.009	-0.004
Si	34.011	-1.326	19.208	-0.026	-0.008	-0.012
Si	36.803	1.427	19.196	0.003	0.012	0.02
Si	34.065	4.176	19.299	-0.02	0.012	0.014
Si	36.726	-9.487	19.203	0.001	-0.033	-0.007
Si	33.989	-6.836	19.198	0.006	-0.012	0.013
Si	36.795	-4.035	19.091	-0.01	0.031	-0.001
Si	39.503	-1.357	19.104	0.021	-0.018	0.002
Si	-23.117	1.376	19.045	-0.006	-0.032	-0.019
Si	-25.842	4.06	19.09	-0.008	-0.027	0.004
Si	-23.073	-9.489	19.016	0.004	-0.007	-0.024
Si	-25.839	-6.783	19.126	-0.015	-0.004	0.026
Si	-23.045	-4.024	19.044	0.024	0.011	0.006
Si	-20.398	-1.407	19.017	-0.027	-0.004	0.024
Si	-17.586	1.379	18.951	0.02	0.016	0.003
Si	-20.374	4.093	18.951	0.007	0.01	-0.016
Si	-17.596	-9.509	18.995	-0.007	0.006	-0.002
Si	-20.315	-6.776	18.978	0.002	-0.009	-0.023
Si	-17.655	-4.098	18.984	-0.023	-0.045	0.014
Si	-14.879	-1.395	18.985	-0.014	0.001	0.003
Si	-12.233	1.368	18.945	-0.007	-0.01	-0.001
Si	-14.877	4.081	19.023	-0.014	-0.004	0.004
Si	-12.213	-9.532	18.941	-0.005	-0.008	0.003
Si	-14.942	-6.863	18.943	0.01	-0.005	-0.013
Si	-12.189	-4.084	18.955	0	0.008	0.002
Si	-9.503	-1.338	18.919	0.01	0.013	0.007
Si	-6.805	1.291	18.871	-0.021	0.019	0.001
Si	-9.513	4.053	18.875	0.012	0.001	-0.023
Si	-6.793	6.76	18.811	-0.032	0.002	-0.032
Si	-9.544	-6.779	18.908	0.024	-0.029	0.012
Si	-6.756	-4.08	18.822	-0.019	-0.018	0.037
Si	-4.023	-1.336	18.832	-0.012	0.027	-0.009
Si	-1.352	1.325	18.918	-0.015	-0.001	0.024
Si	-4.059	4.037	18.815	-0.014	0.028	-0.019
Si	-1.287	6.782	18.926	0.013	0.027	0.008
Si	-4.035	9.469	18.77	-0.024	-0.013	-0.001
Si	-1.296	-4.105	18.82	0.017	-0.019	0.019
Si	2.693	-0.064	20.25	0.017	-0.003	-0.043
Si	5.415	2.698	20.541	-0.003	-0.05	0.001
Si	2.623	5.39	20.36	0.008	0.003	0.035
Si	5.476	8.22	20.347	0.031	0.007	0.002
Si	2.659	-5.545	20.199	-0.025	0.008	0.017
Si	5.465	-2.697	20.269	-0.004	-0.032	-0.019
Si	8.082	-0.046	20.437	-0.038	0.026	0.003
Si	10.771	2.743	20.493	0.028	-0.018	0.046
Si	8.064	5.496	20.549	-0.041	-0.008	-0.006
Si	10.772	8.111	20.521	0.03	-0.018	-0.006
Si	7.989	10.903	20.299	-0.038	0.026	-0.017
Si	10.795	-2.672	20.244	-0.049	0.039	-0.02
Si	13.557	-0.029	20.311	-0.002	-0.015	0.019
Si	16.142	2.633	20.402	0.025	0.008	-0.002
Si	13.535	5.352	20.558	-0.002	0.024	-0.018
Si	16.299	8.035	20.678	0.016	0.003	0.003
Si	13.526	10.748	20.535	0.036	0.006	0.021
Si	16.337	-2.853	20.437	0.02	-0.01	-0.003
Si	18.91	-0.02	20.422	-0.012	-0.016	-0.007
Si	21.698	2.735	20.582	0.021	-0.003	0.008
Si	18.927	5.459	20.448	-0.009	0.025	-0.009
Si	21.787	8.201	20.441	-0.002	-0.013	0.055
Si	18.922	10.789	20.525	-0.001	0.021	-0.009
Si	21.693	-2.683	20.497	0.012	-0.017	-0.029
Si	24.36	0.076	20.656	-0.036	0.002	0.016
Si	27.166	2.765	20.682	-0.018	0.01	0.005
Si	24.469	5.429	20.57	0.007	-0.003	-0.023
Si	27.187	8.199	20.549	0.026	-0.034	-0.033
Si	24.465	10.931	20.429	0.008	-0.009	-0.025
Si	27.217	-2.693	20.709	0.022	-0.017	0.026
Si	29.918	0.072	20.641	-0.009	0.023	-0.013
Si	32.735	2.751	20.624	0.003	0.013	-0.033
Si	29.945	5.458	20.532	0.006	0.006	0.005
Si	32.635	8.157	20.659	0.041	0.005	0.012
Si	29.911	10.952	20.659	-0.011	0.015	0.032
Si	32.598	-2.626	20.594	-0.038	0.024	-0.011
Si	35.449	0.021	20.495	-0.013	0.001	-0.027
Si	38.179	2.749	20.614	0.022	0.026	0.02
Si	35.391	5.595	20.712	0.041	0.003	0.025
Si	38.045	-8.095	20.551	0.023	0.014	0.012
Si	35.438	-5.428	20.372	-0.005	-0.026	0.018
Si	38.172	-2.718	20.486	-0.006	0	0.019
Si	40.873	-0.015	20.452	0.008	0.007	-0.006
Si	-21.77	2.8	20.315	-0.005	0.009	-0.004
Si	-24.49	5.49	20.323	-0.003	0.025	-0.028
Si	-21.613	-8.178	20.314	0.003	0.055	0.021
Si	-24.367	-5.428	20.352	-0.023	-0.012	-0.017
Si	-21.72	-2.719	20.513	-0.003	-0.006	-0.017
Si	-18.975	-0.005	20.209	0.034	0.016	-0.034
Si	-16.223	2.694	20.376	0.008	-0.014	-0.001
Si	-18.957	5.397	20.275	0.015	-0.024	-0.035
Si	-16.26	-8.163	20.409	0	-0.012	0.071
Si	-19.034	-5.398	20.393	-0.03	0.016	-0.011
Si	-16.207	-2.825	20.311	-0.005	0.005	-0.022
Si	-13.536	-0.007	20.347	0.012	-0.008	0.018
Si	-10.885	2.756	20.281	0.012	0.007	-0.029
Si	-13.49	5.442	20.395	-0.006	-0.075	-0.009
Si	-10.909	-8.13	20.297	-0.027	0.055	0.015
Si	-13.542	-5.524	20.24	0.009	-0.02	-0.048
Si	-10.818	-2.701	20.304	-0.02	-0.007	0.028
Si	-8.209	0.042	20.327	-0.023	0.048	0.038
Si	-5.389	2.635	20.147	0.01	-0.037	-0.01
Si	-8.132	5.406	20.184	-0.007	0.02	0
Si	-5.426	8.138	20.102	0.021	-0.03	0.028
Si	-8.143	-5.393	20.188	-0.01	0.047	-0.012
Si	-5.393	-2.69	20.128	0.021	0.034	-0.021
Si	-2.695	-0.04	20.297	-0.008	-0.021	-0.01
Si	-0.014	2.644	20.338	0.008	0.019	-0.012
Si	-2.689	5.37	20.168	0	-0.001	-0.005
Si	0.079	-8.155	20.326	-0.007	0.006	0.02
Si	-2.642	-5.541	20.105	0.042	0.01	0.038
Si	0.065	-2.685	20.125	0.007	-0.03	0.006
Si	1.325	1.195	21.673	-0.045	0.05	0.059
Si	3.943	4.102	21.821	0.003	-0.059	-0.073
Si	1.334	6.784	21.794	-0.03	-0.005	0.043
Si	4.051	-6.759	21.642	0.002	0.067	0.028
Si	1.328	-4.117	21.471	-0.042	-0.001	-0.009
Si	4.016	-1.461	21.601	-0.033	0.05	0.054
Si	6.747	1.212	21.933	-0.068	0.041	0.027
Si	9.375	4.093	21.932	-0.038	0.018	0.037
Si	6.728	6.945	21.919	0.018	0.055	0.017
Si	9.392	9.661	21.68	0.041	0.01	0.018
Si	6.672	-4.058	21.746	0.018	-0.005	-0.003
Si	9.476	-1.412	21.74	0.022	-0.027	-0.004
Si	12.19	1.286	21.687	-0.013	0.008	0.03
Si	14.876	3.924	21.912	-0.006	0.032	0.032
Si	12.057	6.613	21.894	-0.027	0.005	0.037
Si	14.871	9.355	22.005	-0.021	-0.024	0.02
Si	12.069	-4.048	21.6	-0.024	-0.078	-0.017
Si	14.986	-1.38	21.602	0.029	0.018	-0.015
Si	17.508	1.304	21.761	0.023	-0.013	-0.021
Si	20.267	4.136	21.804	-0.017	-0.02	0.022
Si	17.703	6.651	22.097	-0.024	0.027	0.051
Si	20.334	9.433	21.803	-0.019	-0.033	0.033
Si	17.609	-4.2	21.963	-0.04	0	0.006
Si	20.235	-1.354	21.787	0.008	-0.044	0.02
Si	23.001	1.464	22.085	-0.005	0.01	0.031
Si	25.803	4.152	22.053	0.03	0.056	0.015
Si	23.101	6.833	21.84	-0.01	0.009	0.002
Si	25.805	9.634	21.817	-0.006	-0.003	0.078
Si	23.143	-4.022	21.775	0.028	-0.01	0.055
Si	25.731	-1.32	21.957	0.01	-0.013	-0.017
Si	28.551	1.411	22.039	0.03	0.002	-0.019
Si	31.31	4.123	21.907	0.028	-0.016	0.022
Si	28.584	6.826	21.864	-0.03	0.023	-0.004
Si	31.249	9.549	21.992	0.02	0.035	-0.036
Si	28.627	-4.029	22.15	-0.047	0.011	0.03
Si	31.273	-1.237	22.039	0.034	-0.059	0.041
Si	34.183	1.374	21.924	0.004	0.013	0.034
Si	36.841	4.207	21.972	-0.002	0.011	-0.01
Si	34.022	6.966	22.204	0.04	0.027	-0.005
Si	36.634	-6.721	21.925	-0.029	-0.053	-0.022
Si	34.035	-4.124	21.668	-0.034	-0.066	-0.057
Si	36.799	-1.348	21.838	0.019	0.005	-0.019
Si	39.564	1.261	21.91	-0.047	0.002	0.016
Si	-23.15	4.18	21.677	0.002	-0.033	0.052
Si	39.548	-9.462	21.754	-0.07	-0.058	0.029
Si	-22.907	-6.748	21.617	0.025	0.043	0.001
Si	39.57	-4.147	21.764	0.043	0.043	0.032
Si	42.22	-1.316	21.889	-0.034	0.008	0.021
Si	-20.34	1.389	21.489	-0.022	0.006	0.04
Si	-17.626	4.067	21.671	-0.02	0.039	-0.029
Si	-20.26	-9.579	21.646	0.016	-0.043	0.027
Si	-17.686	-6.766	21.718	0.033	-0.012	0.028
Si	-20.369	-4.108	21.894	-0.018	-0.037	0.031
Si	-17.591	-1.381	21.499	0.022	-0.006	0.009
Si	-14.847	1.341	21.765	0.03	0.009	-0.034
Si	-12.07	4.122	21.793	-0.018	0.035	-0.001
Si	-14.844	-9.537	21.761	0.002	0.019	0.015
Si	-12.265	-6.783	21.745	0.006	-0.007	-0.002
Si	-14.891	-4.307	21.662	-0.004	-0.106	-0.001
Si	-12.17	-1.371	21.706	-0.001	0.065	0.01
Si	-9.641	1.433	21.726	-0.049	-0.03	0.012
Si	-6.806	3.926	21.444	-0.023	-0.014	0.002
Si	-9.464	6.825	21.51	0.026	-0.029	0.001
Si	-6.769	9.522	21.431	0.009	-0.006	-0.017
Si	-9.407	-4.022	21.641	0.066	-0.025	-0.006
Si	-6.782	-1.399	21.524	-0.006	-0.027	0
Si	-4.07	1.356	21.621	-0.027	-0.004	0.011
Si	-1.424	4.026	21.636	0.032	0.02	0.058
Si	-4.079	6.755	21.414	-0.025	0.01	-0.008
Si	-1.311	-6.787	21.638	0.077	0.05	-0.002
Si	-3.958	-4.079	21.333	0.014	0.082	-0.064
Si	-1.269	-1.432	21.589	-0.017	-0.005	0.016
Si	0.167	-0.335	23.107	0.008	-0.06	-0.065
Si	2.813	2.385	23.062	-0.283	0.332	-0.592
Si	-0.221	5.484	23.073	-0.299	0.349	-0.312
Si	3.215	7.75	22.919	0.001	-0.038	0.013
Si	-0.427	-4.885	22.84	-0.11	0.047	-0.021
Si	2.987	-3.174	22.829	0.092	-0.154	-0.024
Si	4.988	0.051	23.115	0.431	-0.231	-0.665
Si	8.064	2.643	23.281	0.436	-0.353	-0.252
Si	4.878	5.929	23.016	-0.099	0.183	-0.495
Si	8.037	8.554	23.199	-0.108	-0.237	-0.635
Si	4.821	-4.915	22.992	-0.048	-0.006	0.039
Si	8.491	-3.15	22.999	0.023	-0.038	-0.002
Si	10.804	0.007	23.069	-0.035	0.033	0.027
Si	13.456	2.517	23.225	0.041	0.043	0.09
Si	10.803	5.261	23.448	0.001	-0.004	0.106
Si	13.309	8.008	23.254	0.253	0.044	-0.51
Si	10.251	11.5	22.876	-0.214	0.225	-0.446
Si	13.483	-2.652	22.763	0.011	-0.003	-0.012
Si	16.228	-0.136	23.15	0.001	-0.004	0.016
Si	18.551	3.018	22.979	-0.178	0.222	-0.467
Si	16.761	4.68	23.167	0.22	0.022	-0.631
Si	19.603	7.65	23.24	0.01	-0.013	-0.017
Si	16.096	10.87	23.348	-0.259	0.316	-0.42
Si	18.977	-2.743	23.243	-0.028	-0.043	0.042
Si	21.428	0.065	23.226	-0.064	0.055	0.083
Si	24.344	2.937	23.477	-0.068	0.005	0.109
Si	21.306	5.862	23.047	-0.205	0.259	-0.447
Si	24.653	8.08	23.129	0.271	-0.272	-0.483
Si	21.601	11.03	22.95	-0.065	0.053	-0.055
Si	24.355	-2.688	23.319	-0.029	0.039	-0.012
Si	27.065	0.068	23.298	-0.014	0.023	0.087
Si	30.008	2.769	23.346	-0.023	-0.007	0.029
Si	27.335	5.469	23.332	-0.075	-0.05	-0.022
Si	29.784	8.236	23.309	-0.043	-0.031	0.046
Si	27.069	10.911	23.36	0.022	0.129	-0.051
Si	30.018	-2.583	23.566	-0.038	-0.025	0.056
Si	32.802	0.073	23.324	0.025	0.028	-0.026
Si	35.661	2.66	23.281	0.372	-0.321	-0.338
Si	32.582	5.475	23.369	0.048	-0.01	0.03
Si	-30.506	-7.312	23.395	0.017	0.003	-0.003
Si	32.995	10.664	23.107	0.194	-0.256	-0.35
Si	35.431	-2.857	22.99	0.085	-0.031	-0.009
Si	38.172	-0.11	23.319	-0.001	0.004	0.028
Si	41.027	2.675	23.107	-0.07	-0.022	0.039
Si	38.18	5.699	23.267	-0.017	-0.119	-0.708
Si	41.111	-8.163	22.904	-0.022	0.003	0.018
Si	38.259	-5.548	23.142	0.051	-0.032	-0.045
Si	40.79	-2.718	23.192	-0.354	0.265	-0.354
Si	43.744	0.124	23.033	-0.008	-0.032	0.073
Si	-19.015	2.654	22.917	0.015	-0.05	0.067
Si	-21.706	5.477	22.987	-0.026	0.08	-0.026
Si	-18.938	-8.234	23.046	0.048	-0.02	-0.079
Si	-21.624	-5.647	23.26	-0.009	-0.029	0.062
Si	-18.865	-2.663	22.983	0.011	0.024	0.06
Si	-16.275	-0.119	22.97	-0.03	0.008	0.074
Si	-13.416	2.702	23.122	-0.03	-0.089	0.113
Si	-16.263	5.39	23.038	-0.002	-0.095	0.023
Si	-13.608	-8.13	23.248	-0.019	0.018	0.008
Si	-16.292	-5.569	23.182	0.047	-0.017	-0.034
Si	-13.516	-2.883	22.897	0.027	0.039	0.009
Si	-10.903	-0.006	23.214	0.068	-0.016	-0.021
Si	-8.2	2.822	23.002	-0.03	0.045	-0.039
Si	-10.647	5.568	23.103	0.022	-0.069	0.066
Si	-8.066	8.174	22.815	-0.045	0.002	0.008
Si	-10.752	-5.395	22.952	0.018	-0.035	-0.013
Si	-8.052	-2.667	23.057	-0.019	0.03	0.006
Si	-5.52	0.011	22.875	-0.392	0.315	-0.212
Si	-4.019	4.156	24.245	-0.014	-0.155	-0.568
Si	-5.374	5.263	22.657	0.073	-0.07	-0.049
Si	-2.753	-8.226	22.79	0.031	-0.11	0.043
Si	-5.396	-5.337	22.587	-0.02	0.049	0.045
Si	-2.24	-3.249	22.689	0.226	-0.188	-0.526
Si	1.509	-2.088	24.368	-0.235	-0.21	-0.404
Si	3.928	-0.639	25.873	0.364	-0.404	0.436
Si	0.607	3.095	24.884	-0.361	-0.552	-0.331
Si	3.421	-7.619	25.03	-0.017	-0.208	-0.533
Si	1.83	-5.363	26.346	-0.442	0.343	-0.236
Si	6.916	-3.682	26.757	0.239	0.328	-0.493
Si	4.683	-1.625	27.825	-0.132	0.304	-0.611
Si	9.876	1.655	24.496	-0.046	0.069	0.017
Si	5.918	4.103	25.246	0.036	0.015	-0.114
Si	9.813	6.725	25.059	0.418	-0.307	-0.354
Si	5.883	-6.01	24.813	-0.374	0.382	-0.472
Si	8.366	-2.484	25.286	0.221	-0.41	0.13
Si	12.399	-1.264	24.209	-0.209	0.094	-0.467
Si	14.605	0.881	24.476	0.042	0.168	-0.662
Si	11.67	3.311	24.579	-0.077	0.014	0.011
Si	13.967	6.594	26.047	-0.162	-0.014	0.002
Si	12.054	-5.955	24.876	0.059	0.01	-0.051
Si	14.484	-4.054	24.273	0.144	-0.095	-0.702
Si	17.665	-1.352	24.591	-0.322	-0.457	-0.106
Si	19.818	0.926	24.807	0.358	-0.162	-0.635
Si	16.538	5.375	26.157	0.02	-0.018	-0.061
Si	19.954	-7.652	25.368	-0.356	-0.258	-0.642
Si	17.829	-7.459	28.594	0.082	0.097	-0.012
Si	20.882	-3.522	24.394	0.08	0.231	-0.532
Si	22.482	-1.686	24.372	-0.117	-0.156	-0.611
Si	25.775	1.475	24.715	-0.061	0.109	-0.695
Si	23.036	4.257	25.047	0.312	-0.288	-0.563
Si	26.42	7.292	24.467	0.186	0.111	-0.499
Si	22.629	9.845	24.562	-0.285	0.259	-0.659
Si	25.945	-3.793	24.723	-0.297	-0.314	-0.629
Si	28.151	-1.474	24.701	0.403	0.078	-0.647
Si	31.782	1.812	24.59	0.141	0.265	-0.523
Si	28.922	4.379	24.709	-0.408	-0.455	-0.129
Si	31.021	6.696	24.554	0.031	0.091	-0.657
Si	27.977	9.128	24.584	0.006	0.017	0.039
Si	32.006	-3.3	24.818	-0.075	0.444	-0.487
Si	33.87	-1.788	24.33	-0.374	-0.117	-0.314
Si	37.198	1.525	24.661	-0.13	-0.087	-0.662
Si	33.246	3.734	24.861	-0.653	-0.001	-0.366
Si	-27.408	7.546	25.548	0.06	-0.249	-0.105
Si	-29.638	-6.621	25.546	-0.405	-0.015	-0.511
Si	36.939	-4.079	24.352	-0.023	-0.029	-0.468
Si	39.134	-1.839	24.582	0.174	0.198	-0.656
Si	42.939	1.962	24.261	0.058	0.009	-0.104
Si	39.679	3.503	24.797	0.31	-0.296	-0.601
Si	42.776	-9.04	24.305	0.056	-0.069	0.081
Si	39.838	-6.902	24.316	-0.154	0.021	-0.585
Si	-23.149	-4.904	24.893	0.482	-0.36	-0.499
Si	45.573	-0.829	24.161	0.13	0.234	-0.6
Si	-18.016	0.906	24.175	0.022	-0.005	0.07
Si	-20.689	3.759	24.17	-0.13	-0.215	-0.309
Si	-17.278	-9.246	24.344	0.213	0.292	-0.313
Si	-20.656	-7.451	24.432	-0.027	0.022	0.002
Si	-17.204	-3.671	24.29	-0.037	-0.052	0.139
Si	-15.425	-2.096	23.979	-0.276	0.024	-0.518
Si	-12.472	1.143	24.672	0.181	0.078	-0.726
Si	-14.944	3.948	24.344	-0.062	-0.036	-0.659
Si	-11.754	7.224	24.391	-0.226	-0.134	-0.772
Si	-15.512	-7.382	24.605	0.003	0.02	0.04
Si	-12.007	-4.002	24.349	0.029	0.089	-0.692
Si	-8.984	-0.852	24.34	0.156	0.167	-0.519
Si	-7.307	0.976	24.132	-0.143	-0.395	-0.574
Si	-8.688	4.854	24.299	-0.012	-0.044	-0.645
Si	-6.923	6.439	23.858	-0.251	-0.119	-0.286
Si	-9.515	9.393	24.222	0.15	0.155	-0.647
Si	-6.483	-4.046	24.185	-0.346	-0.329	-0.179
Si	-4.105	-2.092	24.771	-0.03	-0.133	-0.135
Si	-0.959	1.391	24.324	0.264	0.241	-0.381
Si	-2.666	2.577	23.079	-0.014	0.01	-0.006
Si	-1.915	6.519	24.34	0.225	0.182	-0.632
Si	-4.047	-6.664	23.842	-0.407	-0.324	-0.208
Si	0.271	-4.19	25.031	0.471	0.028	-0.28
Si	-0.229	-1.489	-1.769	0.027	-0.079	-0.012
Si	9.302	-0.696	0.205	0.039	-0.112	0.126
Si	8.719	0.146	-4.343	0.063	-0.08	0.075
Si	2.982	6.769	27.395	0.028	0.073	0.051
Si	-0.309	-7.336	-2.696	0.019	-0.018	0.033
Si	3.824	8.095	-1.213	0.085	0.047	-0.056
Si	9.262	0.158	26.226	0.184	0.273	-0.528
Si	12.569	3.731	26.718	-0.164	-0.062	-0.616
Si	10.423	3.051	-1.943	0.084	-0.615	0.125
Si	15.067	-1.323	28.621	0.003	-0.116	-0.022
Si	10.561	-2.431	26.251	-0.683	-0.079	-0.27
Si	9.101	-3.542	0.755	0.152	-0.01	0.481
Si	14.788	1.517	27.39	-0.052	0.004	-0.06
Si	18.979	6.489	27.308	-0.031	0.063	0.034
Si	17.627	-5.777	26.016	-0.131	0.155	-0.045
Si	16.206	-6.623	-2.329	-0.639	0.158	0.011
Si	17.319	-3.886	-1.193	-0.031	0.022	0.009
Si	16.551	-2.791	26.203	0.43	0.348	-0.278
Si	27.028	4.251	-1.819	0.076	0.009	0.003
Si	21.641	2.101	26.997	0.015	0.033	-0.046
Si	19.756	3.904	28.779	-0.091	-0.037	-0.168
Si	32.177	-2.172	-0.222	0.414	0.429	0.35
Si	20.834	-6.156	-4.255	0.03	-0.025	0.089
Si	24.262	-7.819	-2.177	-0.056	-0.028	0.115
Si	27.982	3.097	26.467	0.383	0.484	-0.469
Si	-28.083	5.337	27.689	-0.063	0.085	0.022
Si	24.673	6.36	26.838	0.017	0.037	-0.082
Si	28.515	-4.018	28.514	-0.114	0.018	0.002
Si	23.722	-0.055	26.686	-0.1	0.041	-0.048
Si	30.501	1.337	27.433	-0.044	0.046	-0.036
Si	-30.132	-7.404	28.438	0.124	0.042	-0.027
Si	-26.846	1.089	-3.811	-0.082	0.035	-0.011
Si	-32.575	-6.195	-4.467	-0.021	-0.013	0.071
Si	-30.153	6.145	-4.025	-0.038	0.025	0.041
Si	31.139	-8.091	27.008	0.046	0.027	-0.027
Si	-28.715	0.625	-1.692	0.002	0.002	0.156
Si	-29.375	1.013	27.553	-0.028	0.126	-0.084
Si	28.632	-6.585	26.78	-0.292	-0.12	-0.441
Si	-24.863	4.374	-1.843	0.108	0.029	0.031
Si	-30.64	3.889	27.497	0.082	-0.024	-0.012
Si	-29.187	-4.457	-0.382	0.058	0.099	0.089
Si	-24.107	-0.964	26.844	-0.04	-0.025	-0.169
Si	-22.622	1.504	26.493	0.03	0.082	-0.539
Si	-15.838	-8.028	-4.269	-0.056	-0.036	0.076
Si	-23.632	4.07	27.271	-0.02	0.059	-0.087
Si	-20.605	-7.36	26.859	-0.444	0.608	-0.301
Si	-22.801	6.991	26.627	0.004	0.291	-0.587
Si	-21.219	-0.996	26.726	-0.086	0.076	-0.14
Si	-17.112	2.421	25.709	-0.251	-0.619	-0.163
Si	-11.382	3.641	-3.556	0.031	0.031	-0.094
Si	-20.459	-6.526	0.246	0.172	-0.145	0.539
Si	-18.698	4.954	26.039	-0.135	0.098	-0.038
Si	-15.192	-6.283	26.792	0.376	-0.064	-0.623
Si	-13.541	-1.031	-0.39	-0.099	0.075	0.114
Si	-13.153	5.441	26.345	-0.089	-0.032	-0.055
Si	-12.161	2.677	27.233	-0.07	-0.167	0.057
Si	-10.636	6.487	-4.139	0.098	0.055	0.045
Si	-12.676	-2.344	28.195	0.07	-0.054	0.016
Si	-19.58	-4.275	28.799	-0.019	0.028	-0.1
Si	-10.225	-2.458	26.562	-0.01	0.103	-0.048
Si	-7.977	-3.893	28.073	-0.096	0.043	0.04
Si	-4.567	2.652	-2.56	0.01	-0.107	-0.024
Si	-5.221	-7.925	25.349	0.168	0.289	-0.768
Si	-2.394	8.106	26.766	0.009	0.077	-0.106
Si	-13.136	-6.016	-2.075	-0.077	-0.004	0.007
Si	-13.083	-4.114	-0.019	-0.041	-0.214	0.002
Si	2.286	-3.378	28.611	0.035	0.001	-0.013
Si	-4.099	-0.159	27.068	-0.004	-0.114	-0.025
Si	-0.21	3.109	27.96	-0.001	0.013	-0.032
Si	3.348	1.863	0.964	0.338	-0.307	0.454
Si	-3.294	-3.786	28.528	0.177	-0.013	-0.088
Si	-6.711	3.417	-4.535	-0.025	-0.069	-0.114
Si	4.473	5.393	-2.672	0.009	-0.054	0.011
Si	5.332	2.601	-1.452	0.042	-0.032	-0.042
Si	-0.792	6.197	-1.942	-0.02	-0.038	0.024
Si	0.788	6.026	0.548	0.039	-0.047	0.102
Si	1.913	-7.16	28.733	0.041	-0.079	-0.016
Si	1.325	-6.489	-0.551	0.11	0.014	0.156
Si	6.524	-4.681	-2.371	0.102	0.093	-0.035
Si	5.908	1.003	-4.078	-0.031	-0.006	-0.02
Si	4.653	-3.366	-0.218	-0.094	0.017	0.108
Si	13.052	-3.149	-3.398	-0.557	-0.132	-0.223
Si	5.799	6.914	28.635	-0.075	-0.014	0.038
Si	16.267	11.288	1.443	-0.07	0.045	0.613
Si	11.765	-7.985	27.066	-0.276	0.085	0.641
Si	11.573	-6.981	-4.238	0.124	-0.296	-0.607
Si	7.856	5.411	27.109	0.098	0.117	-0.072
Si	17.972	3.132	-0.042	-0.024	-0.101	0.014
Si	11.111	-3.876	-4.456	0.586	0.208	0.231
Si	15.846	4.407	-1.817	-0.057	0.167	0.088
Si	20.122	-2.479	-1.521	-0.039	0.06	-0.067
Si	-32.311	4.09	0.264	-0.065	-0.034	0.113
Si	12.712	7.191	-0.774	0.007	-0.012	-0.092
Si	21.427	-3.753	27.453	0.085	-0.133	-0.042
Si	16.706	7.172	-0.413	-0.028	-0.051	0.103
Si	20.488	0.294	-2.232	0.005	0.02	0.086
Si	24.587	-1.138	-4.117	0.006	0.036	0.108
Si	24.053	-4.922	26.738	0.053	0.03	0.094
Si	29.221	-7.794	-2.342	-0.014	-0.046	0.196
Si	25.934	-6.718	-0.11	-0.06	-0.135	-0.001
Si	26.531	-2.999	-2.949	0.035	0.035	0.08
Si	28.944	1.901	-1.797	0.069	0.02	-0.033
Si	27.111	-0.176	-3.211	0.056	0.01	-0.017
Si	-31.33	6.62	-1.111	0.08	-0.023	0.047
Si	23.445	-7.529	28.253	-0.077	0.109	0.038
Si	-32.018	-5.156	0.194	0.054	-0.017	-0.017
Si	32.586	-3.431	27.774	0.015	0.141	-0.007
Si	29.856	-3.635	-0.171	-0.036	-0.16	0.04
Si	-29.457	-2.247	-2.494	-0.083	-0.075	0.088
Si	-30.088	-1.831	27.126	0.017	0.023	0.032
Si	31.776	-7.689	-0.541	-0.036	-0.084	0.045
Si	-24.285	-7.524	28.64	0.028	0.039	-0.017
Si	30.335	-5.161	-2.875	-0.008	0.02	-0.002
Si	-22.556	-4.408	0.324	-0.404	-0.068	0.592
Si	37.244	1.255	1.2	-0.345	0.214	0.459
Si	-21.87	4.577	0.329	-0.081	0.016	-0.036
Si	-23.24	7.16	-2.262	-0.099	0.079	-0.006
Si	-25.282	-1.654	-3.984	-0.051	-0.025	0.034
Si	-27.172	-6.221	-4.337	0.212	0.171	0.77
Si	40.489	-1.848	1.164	0.031	-0.049	0.522
Si	-25.817	3.811	-4.386	-0.119	0.131	0.01
Si	-18.267	-4.256	-0.154	-0.038	-0.09	-0.043
Si	-18.738	-6.989	-4.142	-0.076	-0.044	-0.184
Si	-16.62	-1.237	28.126	-0.06	0.019	-0.086
Si	-17.365	-3.957	26.679	-0.088	0.209	-0.712
Si	-17.367	3.706	28.193	-0.1	-0.043	0.071
Si	-18.539	2.012	-0.921	-0.019	0.076	-0.001
Si	-14.184	-0.923	-3.265	-0.018	-0.093	-0.036
Si	-15.151	5.546	28.535	-0.082	0.021	0.06
Si	-13.104	-5.27	26.91	-0.494	-0.114	0.107
Si	-14.484	-0.686	26.31	-0.034	0.071	-0.062
Si	-5.809	-1.848	28.758	0.029	-0.029	-0.132
Si	-8.384	5.572	27.374	0.038	-0.012	-0.021
Si	-8.206	6.535	-2.394	-0.137	0.063	0.043
Si	-6.839	7.644	28.653	-0.042	0.054	0.034
Si	-2.316	-5.324	26.151	0.03	-0.061	-0.079
Si	-11.431	-6.929	-4.583	0.045	0.022	0.088
Si	-4.663	-6.814	-0.438	0.086	0.031	0.122
Si	-5.564	2.257	26.241	-0.013	0.129	-0.06
Si	-3.758	7.03	-4.404	-0.016	-0.031	-0.058
Si	-7.212	-5.633	25.782	0.076	0.35	-0.641
Si	-4.814	-2.108	0.245	-0.052	-0.058	0.044
Si	-3.501	7.004	-1.417	-0.035	0.06	0.045
Si	4.348	2.168	27.016	0.168	0.009	-0.013
Si	2.442	4.16	28.517	0.086	0.03	0.008
Si	0.64	0.238	0.526	0.018	-0.027	0.137
Si	-4.659	4.521	-0.357	0.065	-0.093	0.139
Si	3.298	-8.701	1.476	-0.083	0.105	0.656
Si	-2.21	-3.37	-0.429	0.012	-0.022	0.115
Si	10.698	0.709	-2.062	0.159	0.506	-0.05
Si	2.101	-3.673	-1.825	0.041	0.013	-0.097
Si	8.007	2.978	0.14	0.018	0.045	0.003
Si	10.193	4.372	28.794	0.114	0.004	0.089
Si	8.231	-6.1	-0.394	-0.024	-0.013	0.114
Si	9.889	7.498	-0.251	-0.033	-0.064	-0.03
Si	4.889	-6.688	-3.656	-0.148	-0.139	0.085
Si	12.947	-1.3	-0.945	-0.078	-0.184	0.202
Si	6.711	-1.73	0.956	-0.155	0.123	0.507
Si	12.908	4.263	-0.662	0.051	-0.014	0.024
Si	13.969	-5.917	-2.558	0.538	-0.234	0.003
Si	10.804	6.942	-2.844	-0.037	0.046	0.067
Si	8.338	-2.994	-4.093	-0.052	0.042	-0.01
Si	15.908	-1.175	-1.9	0.005	-0.103	-0.03
Si	20.296	3.203	-1.867	0.028	-0.145	-0.051
Si	16.624	3.514	28.677	0.056	0.063	0.103
Si	21.838	-4.027	0.57	0.133	-0.104	-0.059
Si	16.917	0.339	0.406	-0.118	0.034	0.095
Si	13.885	-6.667	0.141	-0.063	0.139	0.065
Si	22.386	1.773	-0.63	0.007	-0.093	-0.005
Si	25.153	2.716	0.248	-0.049	0.126	0.225
Si	19.465	8.127	0.444	-0.076	0.118	-0.068
Si	26.655	7.17	-1.228	-0.116	-0.001	0.015
Si	21.509	-1.576	-3.965	-0.045	-0.099	0.003
Si	21.623	-6.559	-1.25	-0.008	-0.004	0.079
Si	30.008	2.968	0.789	0.133	0.106	-0.015
Si	31.682	1.373	-3.342	-0.014	-0.012	0.048
Si	28.878	7.322	28.454	-0.134	0.072	0
Si	26.87	-3.982	-0.194	-0.106	0.027	0.072
Si	26.689	4.999	28.641	0.09	-0.008	-0.047
Si	28.663	-0.921	27.701	-0.049	-0.035	0.071
Si	33.061	-0.425	0.995	0.122	-0.505	0.148
Si	-32.476	-1.58	-3.241	0.076	-0.039	0
Si	-31.428	1.739	-1.267	-0.058	-0.066	0.03
Si	36.105	7.586	1.029	0.208	-0.372	0.483
Si	-27.874	-3.401	28.571	-0.136	0.025	-0.072
Si	-26.391	-7.872	0.061	0.066	-0.02	0.105
Si	-22.861	2.162	-1.201	-0.235	-0.307	0.485
Si	-20.207	7.515	-1.992	-0.055	0.074	0.136
Si	-25.945	3.398	0.891	0.004	0.297	0.463
Si	-23.862	7.018	0.485	0.093	0.326	0.642
Si	-26.808	-5.753	-2.05	-0.116	-0.263	-0.585
Si	-23.648	1.144	0.816	0.437	0.071	-0.134
Si	-19.425	-1.299	-4.3	0.103	-0.068	-0.006
Si	-16.513	2.879	-2.59	0.089	0.062	0.072
Si	-19.103	5.067	-0.658	-0.043	0	-0.069
Si	-22.011	-5.613	27.652	0.408	-0.681	-0.314
Si	-24.818	-3.343	-1.46	-0.075	-0.016	0.096
Si	-20.752	0.143	-1.887	-0.11	-0.015	-0.075
Si	-13.766	2.034	-3.903	0.005	0	-0.051
Si	-16.198	4.982	-0.244	0.07	-0.105	0.066
Si	-15.631	-7.729	1.116	0.008	0.458	0.411
Si	-15.642	-5.441	-0.858	0.032	-0.008	0.024
Si	-20.372	-2.149	0.03	0.107	0.13	0.004
Si	-7.749	-7.282	-0.855	-0.017	-0.04	-0.079
Si	-10.929	0.073	0.294	0.054	-0.009	0.113
Si	-8.63	3.417	-2.408	0.016	-0.085	-0.122
Si	-13.01	7.743	-0.234	-0.031	-0.046	0.066
Si	-0.59	-2.053	28.691	0.047	-0.027	0.121
Si	-14.661	6.544	-2.21	0.032	0.001	-0.059
Si	-5.796	-0.187	-2.043	0.123	0.163	0.05
Si	-7.16	5.007	1.147	0.052	0.45	0.417
Si	-1.324	0.432	27.349	-0.041	0.086	-0.075
Si	-2.681	-5.522	-2.46	0.159	0.087	0.124
Si	-2.442	4.356	-3.897	-0.028	0.046	0.003
Si	-8.432	-6.187	-3.707	0.036	-0.03	0.026
Si	-8.134	1.095	-0.616	0.003	-0.02	0.083
Si	1.411	-1.394	8.106	0.01	-0.023	0.019
Si	4.168	1.339	8.113	-0.025	-0.017	0.013
Si	1.467	4.092	8.037	0.011	0.009	0.001
Si	4.175	6.785	8.034	0.003	-0.001	0.002
Si	1.38	9.514	8.066	0.001	0.013	0.011
Si	4.152	12.218	8.069	-0.014	0.024	-0.002
Si	6.922	-1.35	8.028	0.011	-0.007	-0.005
Si	9.631	1.364	8.032	-0.017	-0.03	0.013
Si	6.926	4.109	8.035	0.007	-0.01	-0.006
Si	9.673	6.749	8.017	0.005	0.006	-0.001
Si	6.912	9.516	8.061	-0.01	-0.009	0.012
Si	9.595	12.242	8.072	0.015	0.013	0.001
Si	12.259	-1.32	8.156	-0.028	-0.02	0.007
Si	14.919	1.415	8.21	-0.04	0.028	-0.051
Si	12.33	4.032	8.001	0.013	-0.013	-0.007
Si	15.03	6.783	8.111	0.012	0.004	-0.026
Si	12.327	9.518	8.091	0.039	0.015	-0.001
Si	14.996	12.232	8.251	0.004	-0.01	0.021
Si	17.691	-1.431	8.329	0.012	-0.021	-0.023
Si	20.468	1.307	8.341	0.003	-0.002	0.012
Si	17.717	4.041	8.162	-0.018	-0.006	-0.02
Si	20.474	6.719	8.252	0.013	-0.01	-0.016
Si	17.73	9.49	8.316	-0.035	0	0.007
Si	20.415	12.125	8.38	-0.039	-0.049	-0.011
Si	23.076	-1.422	8.333	-0.043	-0.02	-0.026
Si	25.848	1.297	8.409	-0.026	0.029	0.019
Si	23.207	3.946	8.372	0.018	-0.055	-0.016
Si	25.803	6.776	8.418	-0.015	0.001	-0.014
Si	23.107	9.452	8.341	0.008	0.006	0.025
Si	25.803	12.201	8.422	0.038	0.018	-0.007
Si	28.589	-1.368	8.456	0.028	0.022	-0.004
Si	31.29	1.351	8.466	0.02	-0.02	0.007
Si	28.554	4.084	8.413	-0.003	0.006	0.004
Si	31.27	6.815	8.343	0.012	0.001	0.003
Si	28.561	9.478	8.368	0.005	0.002	-0.02
Si	31.293	-4.076	8.384	0.022	0.002	0.01
Si	34.009	-1.378	8.354	0.013	-0.005	0.013
Si	36.695	1.378	8.292	0.003	-0.001	-0.013
Si	33.914	4.091	8.357	-0.012	-0.009	0.018
Si	-28.649	6.892	8.262	-0.031	0.003	-0.016
Si	33.992	-6.765	8.285	0.01	-0.004	0.002
Si	-28.605	-4.037	8.182	0.001	0.006	-0.02
Si	-25.915	-1.311	8.197	0.014	0.026	-0.015
Si	-23.203	1.405	8.124	-0.024	0.026	-0.033
Si	-25.901	4.125	8.275	0	-0.026	0.011
Si	-23.163	6.865	8.109	0.026	0.014	-0.023
Si	-25.878	-6.734	8.168	0.002	0.014	0.011
Si	-23.216	-4.043	8.172	0.006	-0.028	-0.008
Si	-20.495	-1.373	8.181	-0.017	-0.011	0.025
Si	-17.715	1.371	8.142	-0.012	-0.031	-0.012
Si	-20.499	4.143	8.126	0.001	0.028	-0.015
Si	-17.774	6.861	8.158	0.012	-0.004	-0.02
Si	-20.542	-6.73	8.192	-0.018	-0.007	0.006
Si	-17.799	-4.015	8.179	-0.006	0.003	0.008
Si	-15.022	-1.341	8.105	-0.022	-0.005	-0.006
Si	-12.386	1.374	8.134	-0.036	0.026	-0.029
Si	-15.075	4.122	8.198	-0.021	0.001	-0.018
Si	-12.308	6.796	8.116	-0.003	-0.027	-0.031
Si	-15.032	-6.747	8.126	-0.041	-0.011	-0.008
Si	-12.227	-4.126	8.007	0.005	-0.036	-0.025
Si	-9.503	-1.432	8.106	0.045	-0.034	-0.031
Si	-6.835	1.371	8.068	0.004	-0.011	0.011
Si	-9.58	4.074	8.174	0.005	-0.044	0.005
Si	-6.831	6.751	7.973	-0.027	-0.034	-0.025
Si	-9.546	-6.816	8.026	0.019	-0.019	-0.016
Si	-6.814	-4.073	7.981	0.007	0.025	-0.003
Si	-4.071	-1.379	8.045	0.04	0.016	0.002
Si	-1.273	1.371	8.072	-0.008	-0.009	0.01
Si	-4.047	4.042	8.039	-0.004	0.02	-0.007
Si	-1.34	6.82	7.989	-0.025	0.04	-0.005
Si	-4.038	-6.848	7.973	0.002	0.003	-0.022
Si	-1.361	-4.063	8.017	0.026	0.033	0.003
Si	2.795	-0.03	9.441	0.009	-0.007	0.006
Si	5.551	2.736	9.403	-0.023	-0.003	-0.009
Si	2.816	5.434	9.407	0.001	-0.008	0.013
Si	5.529	8.151	9.4	-0.008	0.011	0.005
Si	2.782	10.855	9.415	-0.002	-0.01	-0.003
Si	5.532	-2.715	9.395	-0.001	-0.01	-0.008
Si	8.254	0.009	9.412	0.005	0.001	-0.006
Si	10.962	2.716	9.426	0.013	0.008	-0.002
Si	8.267	5.451	9.412	0.003	0.023	-0.002
Si	10.969	8.13	9.43	0.008	-0.011	0.005
Si	8.239	10.88	9.441	-0.013	0.006	0.005
Si	10.917	-2.723	9.483	0.001	0.007	0.004
Si	13.59	0.024	9.556	0.007	-0.016	0.004
Si	16.332	2.728	9.556	0.002	0.022	0.011
Si	13.647	5.401	9.438	0	0.001	0.001
Si	16.339	8.098	9.579	0.011	-0.015	-0.002
Si	13.626	10.846	9.545	-0.012	0.014	0
Si	16.333	-2.77	9.666	0.011	-0.01	0.003
Si	19.053	-0.041	9.656	0.012	0.015	-0.002
Si	21.802	2.651	9.723	-0.007	0.022	0.013
Si	19.059	5.383	9.582	0.011	-0.001	-0.008
Si	21.761	8.082	9.686	0.009	0.006	0.001
Si	19.037	10.821	9.728	0.021	-0.011	-0.004
Si	21.757	-2.786	9.709	-0.01	0.012	0.003
Si	24.455	-0.066	9.715	0.003	-0.004	-0.017
Si	27.196	2.7	9.75	0.018	-0.001	0.005
Si	24.488	5.372	9.748	-0.016	0.004	-0.004
Si	27.185	8.148	9.744	0.008	-0.021	-0.024
Si	24.45	10.82	9.735	-0.031	-0.008	-0.004
Si	27.189	-2.745	9.751	0.001	0.002	-0.006
Si	29.918	0.008	9.805	-0.022	0.003	0.005
Si	32.635	2.734	9.777	0.005	-0.005	-0.001
Si	29.911	5.468	9.735	-0.004	-0.006	-0.006
Si	32.64	-8.13	9.67	0.02	-0.001	0.011
Si	29.922	-5.46	9.715	0.006	-0.006	-0.01
Si	32.646	-2.714	9.731	-0.015	0.004	0.006
Si	35.355	0.015	9.677	0.002	0.006	0.002
Si	-27.239	2.754	9.637	0	-0.003	0.006
Si	-29.978	5.499	9.64	0.006	0	-0.005
Si	-27.238	-8.082	9.574	0.005	0.018	-0.005
Si	-29.923	-5.39	9.617	-0.003	0.009	-0.008
Si	-27.259	-2.68	9.574	-0.009	0.002	-0.014
Si	-24.535	0.05	9.537	0.026	-0.024	-0.004
Si	-21.837	2.764	9.496	0.009	-0.01	-0.004
Si	-24.5	5.512	9.538	-0.014	0.012	0.006
Si	-21.851	-8.127	9.542	0.006	0.017	0.018
Si	-24.54	-5.403	9.561	0.014	-0.021	0.004
Si	-21.847	-2.706	9.548	0.007	0.007	0.011
Si	-19.103	0.017	9.49	0.007	0.02	-0.01
Si	-16.398	2.727	9.533	0.001	-0.003	0.009
Si	-19.115	5.469	9.501	-0.007	0.008	0.018
Si	-16.389	-8.109	9.492	-0.01	-0.004	0.006
Si	-19.123	-5.408	9.524	-0.003	-0.003	0.004
Si	-16.388	-2.671	9.489	0.006	0.011	0.002
Si	-13.697	0.009	9.499	-0.007	0.002	0.008
Si	-10.949	2.686	9.47	-0.004	0.022	0.001
Si	-13.658	5.461	9.499	0.005	0.013	0.01
Si	-10.898	-8.162	9.419	0.016	-0.027	-0.003
Si	-13.615	-5.416	9.433	0.042	0.014	-0.019
Si	-10.892	-2.783	9.423	-0.032	-0.01	0.006
Si	-8.148	-0.036	9.425	0.006	0.006	0.005
Si	-5.431	2.71	9.405	-0.02	0.006	-0.001
Si	-8.167	5.452	9.426	0.02	0.034	0.012
Si	-5.438	-8.197	9.322	0.014	0	-0.01
Si	-8.181	-5.43	9.359	-0.009	0.01	-0.001
Si	-5.431	-2.756	9.377	-0.025	-0.015	0.012
Si	-2.686	-0.006	9.382	-0.003	-0.008	0.004
Si	0.087	2.738	9.405	0.016	-0.007	-0.008
Si	-2.697	5.447	9.361	0.021	0.016	-0.004
Si	0.019	8.145	9.396	0.007	-0.027	0.008
Si	-2.696	-5.474	9.353	-0.012	-0.007	0.013
Si	0.004	-2.734	9.416	-0.027	0.026	0.009
Si	1.428	1.356	10.766	-0.003	-0.007	0.001
Si	4.17	4.072	10.769	0.015	0.023	0.002
Si	1.413	6.784	10.736	-0.014	0.008	-0.001
Si	4.147	9.492	10.768	-0.01	-0.008	0
Si	1.399	-4.097	10.75	0.001	0.012	-0.006
Si	4.165	-1.378	10.783	-0.007	0.023	0.004
Si	6.876	1.36	10.773	0.008	0.002	0
Si	9.584	4.071	10.79	-0.012	-0.011	0.001
Si	6.885	6.796	10.776	-0.002	0.003	0.004
Si	9.587	9.492	10.797	-0.008	0.001	-0.009
Si	6.861	-4.084	10.788	0.003	-0.016	-0.001
Si	9.557	-1.359	10.828	0.004	-0.005	0.005
Si	12.241	1.376	10.895	0.012	-0.004	0.002
Si	14.969	4.084	10.899	0.006	-0.006	-0.002
Si	12.289	6.765	10.823	0.003	0.004	-0.001
Si	14.973	9.477	10.914	0.01	0.015	-0.008
Si	12.256	-4.096	10.872	0.001	0.006	-0.002
Si	14.948	-1.358	10.933	0.001	-0.006	-0.005
Si	17.67	1.35	10.957	-0.015	-0.017	-0.007
Si	20.397	4.045	11.002	0.034	0.006	0
Si	17.694	6.744	10.953	-0.01	0.002	-0.004
Si	20.408	9.453	11.051	-0.027	-0.009	0.013
Si	17.676	-4.12	11.045	-0.005	0.012	0.017
Si	20.395	-1.398	11.038	-0.02	-0.033	-0.003
Si	23.136	1.307	11.094	-0.004	0.002	-0.003
Si	25.856	4.057	11.119	0.012	0.014	0.009
Si	23.115	6.752	11.074	-0.012	-0.013	0.008
Si	25.829	9.499	11.103	-0.005	0.013	0.009
Si	23.113	-4.118	11.088	0.012	-0.006	0.003
Si	25.83	-1.384	11.097	-0.003	-0.005	-0.004
Si	28.549	1.367	11.133	0.012	0.005	0.01
Si	31.261	4.105	11.099	-0.009	-0.006	0.01
Si	28.553	6.804	11.105	-0.006	0.001	0.013
Si	31.287	-6.799	11.069	-0.004	-0.017	-0.002
Si	28.561	-4.103	11.089	-0.008	-0.003	-0.01
Si	31.294	-1.361	11.112	0.015	0.003	0.002
Si	34.009	1.361	11.076	0.003	0.003	0.002
Si	-28.605	4.122	10.983	-0.017	-0.021	-0.01
Si	33.98	6.835	11.044	-0.008	0.014	0.002
Si	-28.571	-6.746	10.981	0.019	0.02	0.006
Si	34.011	-4.077	11.05	-0.004	0.004	0.008
Si	-28.577	-1.352	11.011	-0.01	-0.007	0.008
Si	-25.869	1.384	10.957	-0.01	-0.004	-0.003
Si	-23.159	4.127	10.896	0.007	-0.001	-0.011
Si	-25.877	6.848	10.915	0.003	-0.013	-0.009
Si	-23.193	-6.776	10.919	-0.025	-0.017	0.006
Si	-25.89	-4.041	10.93	0.015	-0.002	0
Si	-23.179	-1.318	10.9	0.013	0.012	0.003
Si	-20.459	1.394	10.845	-0.003	-0.014	0.007
Si	-17.765	4.094	10.862	-0.006	-0.029	0.005
Si	-20.457	6.833	10.875	0.019	0.016	-0.004
Si	-17.739	-6.765	10.861	-0.002	0.01	0.006
Si	-20.466	-4.056	10.893	-0.012	-0.017	-0.002
Si	-17.732	-1.322	10.863	0.008	0.003	-0.003
Si	-15.023	1.367	10.872	0.018	0.017	0.008
Si	-12.277	4.083	10.82	-0.011	0.002	0.003
Si	-15.023	6.827	10.832	0.007	-0.019	0.005
Si	-12.261	-6.797	10.779	-0.011	-0.022	-0.004
Si	-14.988	-4.057	10.796	-0.025	-0.01	-0.003
Si	-12.268	-1.384	10.766	-0.007	0.007	-0.013
Si	-9.538	1.326	10.771	-0.008	-0.021	0.001
Si	-6.791	4.08	10.756	0.012	0.01	0.009
Si	-9.525	6.812	10.779	-0.002	0.002	0.008
Si	-6.795	-6.816	10.689	-0.001	0.013	-0.007
Si	-9.529	-4.118	10.78	0.016	0.007	-0.001
Si	-6.778	-1.395	10.757	-0.001	-0.002	-0.001
Si	-4.06	1.339	10.742	-0.002	-0.011	0
Si	-1.318	4.088	10.727	-0.003	0.004	0.004
Si	-4.073	6.792	10.718	-0.019	-0.023	0.002
Si	-1.339	-6.811	10.743	-0.002	0.003	-0.01
Si	-4.061	-4.119	10.722	0.013	0.012	-0.006
Si	-1.338	-1.36	10.762	0.006	-0.006	0.011
Si	0.044	-0.002	12.109	-0.015	-0.003	0.003
Si	2.795	2.71	12.121	-0.001	-0.017	-0.003
Si	0.051	5.427	12.096	0.016	0.004	0
Si	2.774	8.129	12.111	0.005	-0.007	0
Si	0.037	-5.464	12.1	-0.006	-0.01	-0.002
Si	2.77	-2.738	12.11	0.004	-0.022	-0.003
Si	5.504	0.007	12.138	-0.004	-0.012	0.003
Si	8.208	2.72	12.155	0.002	-0.005	0.001
Si	5.514	5.434	12.136	0.006	0.007	0.007
Si	8.219	8.145	12.17	-0.006	0.011	0.009
Si	5.497	-5.459	12.136	-0.007	0.011	0.007
Si	8.198	-2.727	12.179	-0.002	0.026	-0.001
Si	10.885	-0.007	12.231	-0.012	0.001	0.003
Si	13.606	2.719	12.265	-0.012	0.004	0.006
Si	10.908	5.427	12.19	0.003	0.005	0.001
Si	13.606	8.114	12.246	0.017	-0.005	0
Si	10.899	-5.47	12.214	0.01	0.001	0.001
Si	13.595	-2.745	12.27	-0.001	-0.005	0
Si	16.306	-0.013	12.315	-0.003	-0.007	0.004
Si	19.023	2.691	12.351	-0.011	0.01	-0.001
Si	16.314	5.409	12.308	-0.013	0.002	0.007
Si	19.02	8.097	12.366	0.015	-0.013	0.001
Si	16.293	-5.5	12.334	0.006	-0.011	0.002
Si	19.033	-2.75	12.392	0	0.013	0.003
Si	21.748	-0.041	12.416	0.023	-0.005	-0.007
Si	24.483	2.69	12.449	-0.002	-0.014	-0.004
Si	21.733	5.401	12.403	-0.018	0.009	-0.001
Si	24.469	8.127	12.445	0.006	-0.007	-0.006
Si	21.745	-5.485	12.423	-0.002	-0.001	-0.006
Si	24.474	-2.748	12.443	-0.002	-0.008	-0.004
Si	27.183	-0.008	12.459	-0.012	0.013	-0.002
Si	29.916	2.74	12.473	-0.021	0.017	0.001
Si	27.209	5.432	12.469	0.002	-0.014	0.001
Si	29.924	-8.148	12.441	0.003	0.013	-0.003
Si	27.191	-5.447	12.453	-0.005	0.002	0.005
Si	29.916	-2.724	12.445	0.004	-0.003	-0.004
Si	32.645	0.016	12.455	-0.006	-0.004	-0.002
Si	-29.926	2.759	12.388	-0.006	-0.013	-0.004
Si	32.629	5.477	12.427	0.006	-0.002	-0.004
Si	-29.923	-8.112	12.363	-0.005	-0.004	0.003
Si	32.646	-5.427	12.416	0.007	-0.002	-0.002
Si	-29.929	-2.692	12.404	0.014	0.002	0.005
Si	-27.216	0.029	12.34	0.008	-0.01	0.005
Si	-24.503	2.765	12.281	0.002	0.005	0.004
Si	-27.22	5.484	12.306	-0.001	0.007	-0.006
Si	-24.529	-8.131	12.3	-0.001	0.025	0
Si	-27.221	-5.39	12.341	-0.009	0.001	0
Si	-24.522	-2.681	12.276	-0.008	0.009	0.002
Si	-21.792	0.033	12.237	-0.006	0.009	-0.001
Si	-19.099	2.732	12.23	0.006	0.01	0.005
Si	-21.791	5.469	12.262	0.009	-0.001	0.003
Si	-19.081	-8.138	12.222	0.001	-0.018	0.007
Si	-21.806	-5.421	12.253	0.023	-0.007	-0.002
Si	-19.076	-2.697	12.221	-0.003	0.004	-0.01
Si	-16.368	0.013	12.232	-0.011	0.019	0.013
Si	-13.626	2.723	12.182	-0.004	-0.014	0.008
Si	-16.365	5.448	12.187	-0.01	-0.001	0.002
Si	-13.621	-8.146	12.153	0.002	0.011	-0.001
Si	-16.338	-5.414	12.179	0.009	-0.01	-0.001
Si	-13.623	-2.714	12.16	-0.007	0.005	0.008
Si	-10.897	-0.028	12.125	0.02	-0.005	0.011
Si	-8.165	2.71	12.1	0.017	0	0
Si	-10.885	5.445	12.137	0.004	-0.001	0
Si	-8.146	-8.148	12.105	-0.005	-0.003	0.002
Si	-10.895	-5.456	12.144	0.009	0.006	0.001
Si	-8.157	-2.743	12.108	0	0	0.011
Si	-5.42	-0.022	12.099	0.004	-0.016	0
Si	-2.681	2.709	12.077	-0.006	0.008	-0.004
Si	-5.419	5.436	12.098	-0.003	0.003	0.001
Si	-2.704	8.141	12.088	-0.005	0.011	0.01
Si	-5.433	-5.473	12.071	-0.001	0	0.002
Si	-2.702	-2.747	12.086	-0.005	0.007	0.002
Si	1.41	-1.366	13.462	0.006	0.012	0.003
Si	4.136	1.359	13.506	-0.001	0.005	0.006
Si	1.416	4.067	13.459	-0.008	0.003	-0.008
Si	4.13	6.776	13.491	-0.002	0	0.001
Si	1.397	9.486	13.45	0.006	0.01	0.002
Si	4.119	-4.1	13.478	-0.011	-0.002	0.002
Si	6.838	-1.351	13.518	-0.006	-0.005	0.01
Si	9.519	1.369	13.563	-0.01	-0.006	0
Si	6.844	4.073	13.525	-0.002	-0.001	0.001
Si	9.543	6.776	13.569	0.006	-0.003	-0.002
Si	6.841	9.497	13.521	0.008	-0.006	0.005
Si	9.534	-4.099	13.563	-0.009	-0.005	-0.002
Si	12.227	-1.381	13.609	0.007	0.005	-0.01
Si	14.937	1.35	13.66	0.006	0.004	0.005
Si	12.229	4.083	13.603	-0.001	0.005	-0.007
Si	14.944	6.776	13.649	0.004	0.012	0.001
Si	12.239	9.479	13.595	-0.001	-0.004	-0.015
Si	14.925	-4.124	13.661	0.011	0.002	-0.009
Si	17.65	-1.38	13.704	0.017	-0.006	0
Si	20.378	1.34	13.736	0.006	-0.014	-0.001
Si	17.653	4.053	13.7	0.002	-0.002	0.006
Si	20.372	6.764	13.755	-0.009	-0.001	-0.005
Si	17.649	9.469	13.704	-0.012	0	-0.002
Si	20.384	-4.107	13.762	0.002	0.01	0
Si	23.116	-1.376	13.784	0.001	-0.009	-0.002
Si	25.841	1.356	13.825	0	0.003	0.007
Si	23.1	4.057	13.772	-0.005	0.008	-0.006
Si	25.839	6.79	13.813	0.007	0.005	0.008
Si	23.11	9.5	13.799	-0.004	0.008	-0.001
Si	25.835	-4.084	13.815	0.005	0.022	0.004
Si	28.557	-1.358	13.807	-0.007	-0.009	-0.001
Si	31.281	1.375	13.819	0.009	0.005	0.001
Si	28.566	4.089	13.846	0.007	0.002	0.014
Si	31.277	-9.5	13.808	-0.009	-0.004	0.004
Si	28.567	-6.792	13.804	0.002	-0.01	0.001
Si	31.292	-4.068	13.791	0.003	-0.013	-0.003
Si	34.006	-1.34	13.802	-0.01	-0.007	0.004
Si	-28.565	1.389	13.722	-0.006	0.02	-0.005
Si	-31.294	4.098	13.761	0.006	0.001	-0.008
Si	-28.564	-9.489	13.699	0.002	-0.002	-0.003
Si	-31.276	-6.783	13.765	0.003	-0.004	0.004
Si	-28.567	-4.053	13.744	-0.001	0.001	0.011
Si	-25.859	-1.34	13.676	-0.006	0.003	0.001
Si	-23.133	1.393	13.617	0.014	-0.004	-0.003
Si	-25.863	4.112	13.659	-0.005	-0.013	-0.008
Si	-23.149	-9.495	13.638	-0.014	-0.006	-0.002
Si	-25.866	-6.774	13.681	0.005	-0.009	0.003
Si	-23.146	-4.049	13.613	0	-0.015	-0.014
Si	-20.421	-1.334	13.585	0.013	0.005	-0.003
Si	-17.719	1.379	13.583	-0.01	0.001	0.008
Si	-20.426	4.099	13.611	0.002	-0.018	0.008
Si	-17.703	-9.508	13.553	-0.007	0.002	-0.001
Si	-20.432	-6.783	13.591	-0.009	0.009	-0.008
Si	-17.688	-4.06	13.553	0.008	0	-0.007
Si	-14.974	-1.361	13.544	-0.006	0.009	-0.001
Si	-12.242	1.345	13.496	-0.001	0.005	-0.003
Si	-14.987	4.081	13.531	0.013	-0.003	-0.001
Si	-12.251	-9.518	13.492	-0.001	0	0
Si	-14.969	-6.787	13.519	-0.003	-0.005	-0.001
Si	-12.253	-4.084	13.502	-0.002	-0.007	0.005
Si	-9.518	-1.38	13.467	0.002	-0.011	-0.001
Si	-6.794	1.343	13.443	0.001	-0.005	-0.001
Si	-9.52	4.07	13.471	-0.006	0.008	0
Si	-6.786	-9.527	13.455	0.019	0.004	0.001
Si	-9.517	-6.809	13.481	-0.004	0.002	0.01
Si	-6.787	-4.112	13.442	0.005	0.001	-0.002
Si	-4.059	-1.384	13.442	-0.007	-0.004	0.003
Si	-1.321	1.359	13.457	-0.002	0.004	0.009
Si	-4.051	4.061	13.433	-0.004	0.01	-0.001
Si	-1.324	6.778	13.442	-0.003	-0.007	0.001
Si	-4.071	9.498	13.441	-0.007	0.008	0
Si	-1.325	-4.097	13.446	0.001	0.006	-0.001
Si	2.758	-0.009	14.843	-0.007	-0.007	0.003
Si	5.471	2.727	14.893	0.012	-0.003	-0.005
Si	2.773	5.403	14.845	-0.003	0	-0.008
Si	5.476	8.127	14.875	-0.008	0	-0.003
Si	2.754	10.839	14.809	0.005	0.006	-0.002
Si	5.461	-2.718	14.842	-0.008	0	-0.007
Si	8.157	0.015	14.916	0.006	0.014	0.006
Si	10.842	2.735	14.948	0.008	0	-0.005
Si	8.17	5.418	14.934	-0.004	-0.01	0.003
Si	10.887	8.125	14.964	0.021	0.02	0.003
Si	8.172	10.855	14.913	0.001	0.006	0.009
Si	10.874	-2.75	14.964	0.006	0.009	0.005
Si	13.56	-0.025	14.995	-0.005	-0.02	0
Si	16.28	2.7	15.053	0.003	-0.007	0.011
Si	13.562	5.432	14.997	-0.005	0	-0.003
Si	16.281	8.113	15.052	-0.005	0.002	0
Si	13.562	10.823	15.008	0.001	-0.017	-0.007
Si	16.291	-2.778	15.029	-0.002	-0.002	0
Si	19.008	-0.025	15.075	-0.006	-0.005	0
Si	21.726	2.705	15.117	0.011	-0.005	-0.009
Si	18.995	5.408	15.094	0.002	0.004	0.004
Si	21.726	8.131	15.125	-0.017	-0.009	-0.012
Si	18.993	10.839	15.07	0.009	0	-0.013
Si	21.752	-2.736	15.121	0.017	0.013	-0.011
Si	24.463	-0.002	15.155	-0.002	-0.001	-0.009
Si	27.201	2.717	15.193	-0.005	0	-0.003
Si	24.462	5.416	15.14	-0.007	-0.009	-0.008
Si	27.212	8.162	15.161	0.001	0.012	0.004
Si	24.467	10.878	15.165	0.008	-0.006	-0.005
Si	27.188	-2.702	15.17	-0.007	-0.01	-0.005
Si	29.909	0.012	15.174	-0.008	-0.003	-0.004
Si	32.647	2.749	15.163	-0.001	0.01	-0.004
Si	29.933	5.461	15.19	0.003	0.005	0.001
Si	32.646	-8.132	15.145	0.011	0.009	-0.006
Si	29.927	-5.417	15.152	-0.007	0.012	-0.003
Si	32.637	-2.701	15.162	-0.008	0.01	-0.002
Si	35.366	0.057	15.129	0.023	0.015	-0.003
Si	-27.205	2.76	15.055	-0.011	-0.014	-0.005
Si	-29.918	5.471	15.075	-0.016	-0.014	-0.007
Si	-27.212	-8.135	15.065	-0.003	0.003	0.004
Si	-29.923	-5.415	15.117	-0.003	0.004	-0.006
Si	-27.203	-2.676	15.079	0.012	0.002	0.001
Si	-24.482	0.033	14.988	0.001	-0.001	-0.006
Si	-21.766	2.732	14.983	-0.013	0.002	0.006
Si	-24.502	5.466	15.012	-0.001	-0.003	-0.003
Si	-21.774	-8.129	14.979	0.018	0	0.006
Si	-24.479	-5.406	14.995	0.003	0.003	-0.009
Si	-21.765	-2.696	14.954	0.007	0.011	-0.007
Si	-19.048	0.004	14.95	-0.004	0.011	-0.004
Si	-16.327	2.729	14.916	-0.013	-0.011	0
Si	-19.034	5.459	14.939	0.015	0.013	0.004
Si	-16.309	-8.162	14.882	0.002	-0.002	-0.005
Si	-19.036	-5.432	14.91	0.004	-0.008	0.001
Si	-16.319	-2.72	14.922	0	-0.005	0.005
Si	-13.592	0.001	14.874	0.009	0.008	-0.001
Si	-10.875	2.712	14.839	0.013	-0.003	0.007
Si	-13.597	5.432	14.855	-0.015	-0.002	-0.008
Si	-10.885	-8.161	14.841	0.006	-0.01	0
Si	-13.607	-5.437	14.877	-0.009	-0.009	0.005
Si	-10.875	-2.722	14.839	0.01	0.018	0.003
Si	-8.154	-0.011	14.809	0.001	0.008	0
Si	-5.422	2.704	14.784	0.011	0	-0.01
Si	-8.155	5.435	14.815	0.006	0.002	0
Si	-5.42	-8.178	14.815	-0.004	-0.003	0.006
Si	-8.152	-5.444	14.822	0.007	0.006	0.002
Si	-5.423	-2.746	14.787	-0.008	-0.001	-0.007
Si	-2.696	-0.018	14.789	-0.011	-0.017	0
Si	0.051	2.716	14.817	0.023	0.011	0.001
Si	-2.68	5.403	14.791	-0.002	-0.01	-0.011
Si	0.047	8.119	14.81	-0.007	0	0.006
Si	-2.694	-5.465	14.787	-0.007	-0.001	0.005
Si	0.043	-2.735	14.803	-0.005	-0.008	0.002
Si	1.404	1.368	16.195	-0.016	0.014	0.001
Si	4.106	4.072	16.27	-0.014	0	0.006
Si	1.398	6.746	16.186	0.017	-0.019	-0.006
Si	4.085	9.482	16.198	-0.007	-0.003	-0.005
Si	1.409	-4.108	16.15	-0.006	-0.011	0.004
Si	4.121	-1.355	16.214	0.005	0.003	0.002
Si	6.81	1.388	16.288	-0.007	-0.004	-0.005
Si	9.494	4.076	16.355	0.02	-0.008	0.009
Si	6.787	6.759	16.292	0.002	0.008	0.003
Si	9.517	9.489	16.301	-0.003	-0.014	-0.006
Si	6.783	-4.085	16.22	-0.005	0.016	-0.012
Si	9.507	-1.347	16.274	-0.002	-0.007	-0.009
Si	12.176	1.369	16.306	-0.005	-0.007	-0.012
Si	14.897	4.082	16.376	0.006	-0.003	-0.014
Si	12.209	6.773	16.387	0.019	-0.001	0
Si	14.899	9.456	16.4	-0.009	0.019	0.004
Si	12.194	-4.141	16.359	0.005	0.005	-0.009
Si	14.909	-1.421	16.348	-0.009	0.01	-0.01
Si	17.644	1.336	16.418	0.001	-0.003	0.003
Si	20.357	4.064	16.467	-0.012	0.002	-0.007
Si	17.624	6.769	16.443	0.01	-0.005	0
Si	20.346	9.508	16.45	0.02	0.002	0.001
Si	17.623	-4.143	16.433	-0.005	0.004	0.016
Si	20.37	-1.377	16.448	0.017	-0.008	0.006
Si	23.094	1.367	16.489	0.001	-0.008	-0.002
Si	25.823	4.081	16.525	-0.003	-0.01	0
Si	23.095	6.777	16.482	-0.002	0.026	-0.008
Si	25.856	9.533	16.508	0.008	-0.002	-0.002
Si	23.112	-4.053	16.515	-0.001	-0.004	0.011
Si	25.834	-1.327	16.531	-0.002	0.004	-0.001
Si	28.558	1.36	16.566	-0.003	0.005	0.008
Si	31.294	4.096	16.546	-0.017	0.012	0.006
Si	28.57	6.823	16.547	-0.001	-0.008	0.002
Si	31.288	-6.767	16.511	0.01	-0.001	0
Si	28.571	-4.049	16.51	0.013	0.007	0.004
Si	31.28	-1.334	16.531	0.001	-0.018	0.001
Si	34.024	1.417	16.531	-0.02	0.002	0.009
Si	-28.566	4.114	16.433	0.015	-0.004	-0.006
Si	34.014	-9.517	16.466	0.012	-0.007	-0.013
Si	-28.56	-6.788	16.453	-0.026	0.002	0.004
Si	33.999	-4.07	16.506	0.01	-0.024	-0.006
Si	36.73	-1.31	16.464	-0.012	0.001	-0.001
Si	-25.838	1.373	16.369	0.014	0.012	-0.009
Si	-23.127	4.094	16.338	0.006	-0.013	-0.003
Si	-25.851	-9.51	16.41	0.006	-0.017	0.005
Si	-23.126	-6.766	16.354	-0.012	0.028	0.007
Si	-25.81	-4.055	16.378	0.008	0.001	-0.007
Si	-23.11	-1.329	16.321	-0.015	0.003	-0.006
Si	-20.391	1.357	16.323	0.017	-0.022	0
Si	-17.652	4.105	16.288	-0.003	0.007	0
Si	-20.377	-9.488	16.298	-0.014	-0.001	-0.001
Si	-17.652	-6.798	16.238	0.007	-0.021	-0.005
Si	-20.384	-4.074	16.274	0.003	-0.019	-0.005
Si	-17.668	-1.359	16.292	-0.013	0.017	-0.001
Si	-14.943	1.355	16.244	0.002	0.006	-0.003
Si	-12.234	4.07	16.207	-0.017	0	-0.007
Si	-14.943	-9.539	16.223	0.013	-0.015	-0.013
Si	-12.242	-6.807	16.216	0.006	0.005	0.005
Si	-14.947	-4.087	16.269	-0.011	0.006	0.007
Si	-12.22	-1.362	16.215	0.003	-0.01	-0.006
Si	-9.512	1.344	16.181	0.013	-0.01	0.003
Si	-6.792	4.05	16.145	0.006	0.003	0.001
Si	-9.522	-9.529	16.18	-0.012	0.008	-0.004
Si	-6.8	-6.822	16.164	0.009	0.001	-0.003
Si	-9.507	-4.075	16.185	-0.009	-0.002	0.002
Si	-6.784	-1.383	16.14	0.013	-0.009	-0.008
Si	-4.064	1.341	16.139	-0.023	0.019	-0.002
Si	-1.323	4.059	16.174	-0.02	0.019	0.002
Si	-4.038	6.76	16.138	-0.001	0	-0.011
Si	-1.329	9.485	16.134	-0.002	0.011	-0.008
Si	-4.049	-4.091	16.136	0.009	0	-0.014
Si	-1.327	-1.368	16.144	0.001	0.005	0.005
Si	0.008	0.011	17.505	0.007	-0.001	-0.007
Si	2.749	2.696	17.62	0.014	-0.03	-0.002
Si	0.036	5.399	17.559	-0.006	0.019	0.003
Si	2.76	8.08	17.557	0.013	0.025	-0.013
Si	0.039	-5.48	17.477	-0.003	0.015	-0.01
Si	2.768	-2.757	17.52	-0.004	-0.004	0.009
Si	5.436	0.03	17.617	-0.029	-0.015	-0.004
Si	8.116	2.735	17.732	-0.005	0.005	0.006
Si	5.43	5.414	17.701	-0.007	0.008	0.012
Si	8.151	8.122	17.637	0.011	0.005	-0.009
Si	5.406	10.871	17.552	0.005	-0.016	-0.004
Si	8.123	-2.712	17.578	-0.009	-0.011	-0.024
Si	10.813	0.034	17.671	-0.004	0.004	0.009
Si	13.496	2.728	17.686	0.004	0.005	-0.001
Si	10.827	5.437	17.756	-0.013	0.016	0.003
Si	13.566	8.095	17.8	0.026	-0.011	-0.01
Si	10.831	10.822	17.735	-0.007	0.016	0.026
Si	13.571	-2.798	17.716	0.009	-0.01	-0.007
Si	16.257	-0.064	17.703	0.02	-0.006	-0.008
Si	18.976	2.71	17.81	0.003	-0.006	-0.007
Si	16.232	5.419	17.786	-0.021	0.001	-0.013
Si	18.982	8.143	17.801	-0.035	0.005	0.003
Si	16.246	10.79	17.784	0.016	-0.016	0.006
Si	19.012	-2.779	17.767	0	0.01	-0.006
Si	21.703	0.02	17.815	-0.014	-0.007	-0.015
Si	24.457	2.713	17.875	-0.003	0.011	-0.004
Si	21.728	5.417	17.836	0.005	-0.006	0.003
Si	24.475	8.149	17.812	0.011	-0.007	-0.016
Si	21.702	10.888	17.799	-0.013	0.007	-0.014
Si	24.474	-2.668	17.891	0.009	-0.004	-0.004
Si	27.171	0.022	17.943	0.002	-0.001	0.007
Si	29.926	2.735	17.912	0.003	-0.004	0.006
Si	27.187	5.449	17.88	0.002	0.02	-0.014
Si	29.945	8.203	17.891	-0.014	0.006	0.002
Si	27.222	10.911	17.865	-0.018	-0.01	-0.003
Si	29.898	-2.678	17.897	-0.004	0.009	-0.002
Si	32.649	0.045	17.872	0	0.006	-0.002
Si	35.401	2.801	17.883	0.011	0.017	0.014
Si	32.685	5.462	17.876	0.018	0	-0.001
Si	35.36	-8.159	17.82	-0.003	0.017	-0.012
Si	32.629	-5.412	17.894	0.009	0.002	0.013
Si	35.367	-2.677	17.819	0.006	0.027	-0.003
Si	38.123	0.045	17.8	-0.005	0.006	-0.005
Si	-24.483	2.73	17.705	-0.003	-0.006	-0.008
Si	-27.221	5.461	17.8	-0.007	0.004	0
Si	-24.483	-8.127	17.727	-0.013	-0.004	0.007
Si	-27.153	-5.412	17.743	-0.003	-0.004	0.005
Si	-24.434	-2.686	17.705	0.001	0.007	-0.006
Si	-21.754	0	17.695	0.005	0.007	0.001
Si	-18.996	2.726	17.628	-0.014	-0.008	-0.007
Si	-21.74	5.471	17.638	-0.005	-0.014	-0.012
Si	-18.967	-8.147	17.632	0.014	0.024	0.007
Si	-21.718	-5.411	17.671	-0.004	0.003	-0.001
Si	-19.027	-2.736	17.641	0.024	0.021	-0.005
Si	-16.256	-0.024	17.626	-0.006	-0.005	-0.01
Si	-13.586	2.726	17.592	0.009	-0.009	0.003
Si	-16.252	5.438	17.645	0.013	0.005	0.016
Si	-13.585	-8.196	17.573	-0.031	-0.005	-0.007
Si	-16.306	-5.466	17.62	0.008	-0.013	0.001
Si	-13.547	-2.728	17.592	0	0.008	-0.001
Si	-10.87	0.01	17.569	-0.002	0.031	0.006
Si	-8.14	2.694	17.526	0.004	0.002	0.005
Si	-10.871	5.434	17.551	0.013	0.002	-0.001
Si	-8.18	-8.158	17.536	0	-0.009	0.001
Si	-10.872	-5.427	17.541	-0.012	0.004	0.003
Si	-8.147	-2.699	17.528	0.023	0.015	0.017
Si	-5.428	-0.022	17.487	0.018	-0.02	-0.008
Si	-2.685	2.671	17.503	0.008	-0.003	0.012
Si	-5.418	5.406	17.473	0.008	0.005	0.003
Si	-2.652	8.092	17.492	0.014	-0.01	0.009
Si	-5.41	-5.457	17.474	-0.001	0.015	-0.006
Si	-2.681	-2.736	17.494	-0.005	-0.017	0.006
O	5.869	-7.103	2.942	-0.243	0.372	0.084
O	16.33	1.759	3.069	0.23	-0.174	-0.18
O	12.861	4.86	2.729	-0.269	0.403	-0.327
O	19.915	-0.253	1.486	0.116	-0.172	-0.462
O	20.971	1.313	3.304	-0.52	-0.081	0.22
O	18.035	3.484	3.789	0.456	-0.089	0.402
O	19.343	5.474	2.888	0.296	0.059	-0.467
O	24.364	-1.494	3.157	0.648	-0.105	-0.115
O	25.502	0.848	3.405	-0.222	0.368	0.211
O	27.45	2.467	3.025	0.242	0.119	-0.31
O	22.608	3.272	2.994	-0.156	-0.184	-0.423
O	22.764	-8.031	1.357	-0.238	0.222	-0.339
O	23.684	-6.791	3.449	-0.718	-0.43	-0.013
O	24.997	-4.593	3.262	-0.174	0.231	-0.286
O	29.652	6.526	1.467	-0.134	-0.135	-0.123
O	31.128	7.433	3.443	-0.447	-0.496	0.091
O	31.853	-3.166	2.86	0.044	-0.238	-0.174
O	-31.825	-7.735	3.223	-0.016	-0.073	0.126
O	-18.31	0.404	2.817	0.304	-0.243	-0.362
O	-17.229	2.702	2.817	0.008	0.377	-0.485
O	-19.843	4.829	2.973	-0.267	0.023	-0.267
O	-15.729	-1.475	3.081	-0.147	0.389	-0.243
O	-15.169	3.91	3.535	0.397	-0.094	0.186
O	-9.15	-0.47	3.01	-0.256	0.34	-0.36
O	-8.134	1.75	3.303	-0.424	0.502	0.162
O	-5.711	1.484	2.863	0.245	-0.679	-0.023
O	-10.9	3.824	1.243	0.059	-0.117	-0.675
O	-9.354	4.529	3.195	-0.145	-0.575	0.083
O	-9.002	-6.707	3.072	-0.084	-0.224	0.049
O	-7.175	-4.858	2.63	0.294	-0.244	-0.421
O	-4.671	3.743	3.273	-0.2	0.408	-0.029
O	-1.806	6.519	2.982	-0.435	-0.048	-0.316
O	-4.527	-7.727	2.838	-0.229	-0.114	-0.069
O	4.004	1.323	23.35	0.115	0.078	-0.013
O	2.132	2.622	24.541	0.136	0.128	0.184
O	0.572	4.537	24.148	0.335	0.405	0.129
O	2.748	-6.14	25.247	0.074	0.02	-0.076
O	7.888	-3.997	28.036	0.57	-0.41	0.175
O	4.997	-0.654	24.61	0.587	-0.118	0.265
O	6.99	3.473	24.216	0.168	-0.048	0.194
O	5.221	5.392	24.549	-0.311	0.117	0.157
O	9.127	7.945	24.254	-0.104	0.263	-0.056
O	7.17	-6.681	24.067	0.512	0.01	-0.115
O	13.769	7.023	24.49	0.249	-0.383	-0.155
O	12.276	-7.183	23.843	-0.366	0.059	-0.044
O	10.729	-5.149	24.426	-0.34	0.014	0.429
O	19.093	2.331	24.385	-0.164	0.373	0.435
O	13.244	7.67	26.998	0.48	0.195	0.522
O	16.241	4.683	24.731	-0.156	-0.24	0.152
O	19.131	-6.259	25.623	0.644	0.384	0.089
O	16.728	-6.156	24.716	-0.33	-0.403	-0.078
O	21.846	5.201	24.459	-0.101	-0.02	0.161
O	23.812	-7.538	24.349	-0.067	0.011	0.264
O	-30.498	3.425	24.434	0.079	0.391	0.111
O	-28.312	-7.489	25.822	0.077	0.026	0.179
O	32.486	-4.849	24.48	0.053	-0.409	0.348
O	-27.922	6.805	24.181	-0.234	0.272	-0.318
O	-26.198	4.959	24.412	0.374	0.316	0.354
O	-23.573	-3.455	24.345	0.392	0.555	0.12
O	-4.478	-0.891	23.771	-0.158	0.191	0.025
O	-2.805	-2.846	24.185	0.313	-0.113	0.325
O	-5.87	-1.324	-3.155	-0.324	-0.593	0.19
O	-1.48	0.856	25.799	-0.414	-0.194	0.003
O	-1.699	-6.633	-3.1	-0.263	0.015	-0.236
O	5.569	1.816	28.037	0.101	0.235	0.133
O	7.249	6.623	27.988	0.51	0.429	-0.134
O	2.803	7.593	26.027	-0.184	-0.082	-0.17
O	1.314	-6.513	27.375	-0.761	-0.363	0.193
O	-0.102	-6.943	-1.136	-0.402	-0.221	0.516
O	5.395	-0.484	-4.511	-0.062	-0.199	0.236
O	3.338	-2.166	28.565	-0.054	0.248	0.373
O	8.154	-0.817	25.478	-0.351	0.166	-0.458
O	4.84	3.011	25.728	-0.457	-0.336	-0.277
O	6.621	4.523	26.623	0.005	-0.074	0.638
O	15.15	-3.206	25.496	-0.249	0.278	0.166
O	5.002	-7.292	25.345	0.38	-0.436	0.409
O	13.021	-6.853	-3.494	0.269	-0.419	-0.146
O	10.924	-3.441	27.452	-0.052	-0.195	-0.084
O	11.843	-2.396	25.255	0.176	-0.519	-0.022
O	13.478	-0.244	24.929	-0.159	-0.057	0.143
O	15.324	1.393	25.859	0.704	0.002	-0.094
O	16.239	4.422	27.407	-0.083	0.281	-0.034
O	16.281	-2.726	-1.626	-0.306	-0.164	-0.084
O	21.167	-5.957	-2.686	-0.32	0.214	-0.008
O	16.085	-2.121	27.62	0.152	0.104	0.109
O	18.713	-0.211	25.171	-0.143	0.019	0.408
O	20.563	1.224	26.198	-0.159	-0.417	0.336
O	20.855	2.87	28.185	0.18	0.026	0.175
O	19.85	5.343	28.035	0.726	0.207	0.231
O	18.087	5.809	26.141	0.114	-0.094	-0.64
O	19.869	7.614	26.595	0.558	0.066	-0.031
O	21.515	-7.248	25.436	0.202	-0.061	0.701
O	20.75	-4.846	28.42	-0.096	0.184	0.092
O	24.22	-7.697	-3.766	0.309	-0.072	-0.153
O	20.767	-3.904	25.994	0.012	0.05	0.243
O	28.327	-0.704	26.131	-0.237	0.275	-0.185
O	26.89	2.194	25.667	-0.172	-0.109	-0.259
O	22.337	3.189	26.034	-0.165	-0.149	-0.325
O	25.885	7.025	26	0.046	-0.089	0.352
O	23.276	-5.248	25.373	-0.243	0.375	-0.381
O	27.43	-1.671	-2.667	0.467	-0.082	0.223
O	25.441	-4.258	26.231	0.071	0.08	0.342
O	27.123	-2.705	25.019	0.195	-0.135	-0.111
O	31.369	1.259	26.081	0.458	-0.12	0.247
O	-31.888	4.029	26.47	-0.463	-0.154	0.33
O	30.017	5.534	25.165	0.362	0.055	0.525
O	27.724	7.981	-2.129	0.163	0.203	-0.434
O	-30.091	1.379	-2.09	-0.061	0.082	-0.526
O	31.712	-3.163	26.431	-0.511	0.165	0.209
O	30.259	-6.756	26.682	0.31	0.379	-0.37
O	-28.827	1.035	26.026	0.059	-0.478	-0.129
O	-30.455	-6.824	26.942	-0.193	0.407	-0.032
O	25.247	-2.589	-3.837	-0.399	-0.498	-0.091
O	-28.561	5.917	-4.299	0.558	-0.047	0.71
O	-31.04	-6.466	-4.007	0.179	0.293	0.545
O	32.163	-7.628	28.155	0.25	-0.269	0.03
O	-21.648	6.929	-2.464	0.096	-0.493	-0.379
O	-25.844	-7.029	28.612	0.045	-0.168	-0.202
O	-25.388	-1.407	25.973	-0.07	-0.08	0.299
O	-26.843	2.506	25.122	0.021	-0.047	0.26
O	-25.953	-8.1	25.33	0.335	-0.153	0.387
O	-24.456	-5.863	25.119	-0.096	-0.197	0.166
O	-22.514	-4.737	26.373	-0.121	0.592	0.117
O	-24.066	-0.46	0.571	0.323	-0.098	-0.49
O	-20.102	-1.393	25.647	0.255	-0.288	0.167
O	-14.85	-2.026	25.514	0.194	-0.424	0.438
O	-18.143	6.425	25.629	0.097	0.396	0.377
O	-17.207	-7.344	-3.837	0.003	0.32	0.681
O	-18.516	4.708	27.632	-0.375	0.326	0.448
O	-13.564	2.225	27.95	-0.515	-0.042	-0.206
O	-7.338	4.629	28.164	0.47	0.121	-0.344
O	-13.791	0.332	25.261	-0.202	0.141	-0.104
O	-15.562	2.73	25.284	0.217	-0.348	-0.326
O	-10.623	-7.98	24.811	0.02	0.118	0.281
O	-12.005	-6.342	27.476	-0.011	-0.212	-0.076
O	-18.902	-5.417	-3.807	-0.024	0.077	0.528
O	-15.119	-7.24	28.11	0.343	-0.124	0.308
O	-12.792	-5.028	25.335	-0.152	-0.554	-0.093
O	-11.141	-3.004	25.33	0.234	0.461	0.106
O	-13.452	-1.156	27.427	0.021	0.264	0.017
O	-9.34	-1.258	25.915	0.552	0.221	0.432
O	-6.898	1.655	25.57	-0.242	-0.013	0.244
O	-12.288	4.104	26.505	0.179	-0.004	-0.522
O	-5.993	6.988	25.117	0.184	-0.358	0.259
O	-1.615	3.851	28.261	-0.194	0.073	-0.538
O	-7.065	-4.854	27.178	0.574	-0.173	0.343
O	-12.894	-7.191	-1.01	0.44	0.204	0.009
O	-5.368	-3.086	24.955	-0.107	0.043	0.586
O	-3.684	-1.449	26.184	0.139	-0.072	0.449
O	2.518	-3.955	-3.365	0.476	-0.565	0.017
O	-3.816	-3.168	-0.455	-0.091	-0.449	-0.545
O	-4.605	-2.881	28.589	-0.033	-0.354	0.259
O	4.338	-8.155	0.322	0.717	0.168	0.053
O	-3.044	-5.697	24.758	-0.008	0.238	-0.138
O	-1.094	-4.279	25.956	-0.003	0.274	0.192
O	22.42	-0.535	1.905	0.067	0.15	-0.258
O	-2.819	0.24	27.975	-0.013	0.245	0.48
O	8.305	-1.422	-4.483	-0.216	-0.063	-0.039
O	5.372	-1.944	0.078	-0.479	0.54	-0.17
O	5.688	6.053	-3.52	0.661	0.001	0.153
O	2.296	6.571	0.686	0.097	-0.277	-0.403
O	7.381	4.177	1.045	-0.075	0.342	-0.405
O	24.884	-6.451	1.092	-0.137	0.54	0.199
O	2.336	5.3	27.363	-0.32	-0.133	-0.387
O	24.245	-6.274	27.594	0.196	0.144	0.027
O	11.72	4.012	-1.724	0.006	0.125	-0.482
O	-30.281	6.877	0.09	-0.095	0.019	0.121
O	-20.716	-1.627	28.096	-0.45	-0.378	0.174
O	3.637	0.859	26.411	-0.383	0.09	-0.22
O	-14.218	7.837	0.838	0.02	-0.329	0.3
O	-12.762	2.973	-3.05	-0.244	0.411	0.436
O	17.445	-0.897	1.321	-0.453	-0.461	-0.208
O	14.034	-4.434	-3.21	0.671	0.07	-0.293
O	11.769	-6.542	26.334	-0.034	0.426	0.257
O	-14.319	5.137	25.28	0.044	0.545	-0.151
O	18.721	-7.261	1.544	0.153	0.092	0.153
O	16.876	-0.152	-1.125	0.274	0.029	-0.177
O	25.146	-6.629	-1.523	-0.161	0.613	-0.195
O	9.601	6.619	1.076	0.117	-0.57	0.001
O	19.739	1.717	-2.271	-0.353	-0.044	-0.054
O	-1.55	-2.015	-1.008	-0.134	0.589	-0.146
O	-4.256	7.934	-0.346	-0.165	-0.316	0.247
O	32.196	-6.135	-0.502	-0.275	0.146	-0.103
O	21.836	3.101	-1.387	0.628	0.387	-0.229
O	12.46	3.33	0.588	-0.381	-0.31	-0.24
O	-6.052	-2.987	0.845	-0.466	-0.353	-0.462
O	23.052	-3.909	27.507	0.237	0.627	0.089
O	23.961	1.851	-0.415	0.133	-0.454	-0.157
O	-21.898	3.419	-0.791	0.389	0.046	-0.23
O	29.16	2.207	27.158	-0.168	-0.07	0.065
O	16.694	5.516	2.994	-0.278	-0.22	0.018
O	0.26	-0.162	-0.989	0.156	0.341	-0.608
O	23.612	7.48	27.32	-0.575	-0.177	-0.275
O	28.672	-2.508	27.969	0.106	-0.298	-0.299
O	31.733	-5.922	-3.202	0.202	-0.015	0.432
O	-8.734	4.889	25.952	-0.33	-0.118	0.184
O	-29.305	4.619	26.89	0.08	0.033	-0.663
O	30.198	1.419	-2.691	-0.111	-0.032	-0.113
O	-24.219	-1.491	28.358	0.542	-0.076	0.23
O	30.188	-4.495	1.185	0.041	-0.648	-0.063
O	29.418	-7.282	2.069	0.01	0.207	-0.565
O	-16.979	-4.56	-1.114	0.107	0.426	-0.482
O	-30.578	7.361	28.542	-0.253	-0.072	-0.465
O	-30.928	4.828	-4.594	-0.359	-0.231	0.421
O	13.037	-6.851	1.478	0.198	-0.374	0.029
O	-31.717	0.506	-0.255	-0.022	-0.1	-0.322
O	28.309	-3.318	-0.353	-0.107	0.311	-0.32
O	31.448	3.527	0.279	0.168	0.183	-0.257
O	-27.306	-2.946	24.991	-0.041	-0.133	0.281
O	-4.076	5.508	-1.471	-0.047	0.044	-0.639
O	-29.501	-3.013	-1.069	-0.041	0.362	0.279
O	-30.362	-1.501	25.576	0.391	-0.009	-0.222
O	-28.658	0.488	-0.082	-0.162	-0.654	-0.046
O	-32.446	-3.618	0.103	-0.128	-0.074	-0.071
O	-21.376	7.547	27.212	0.295	-0.622	0.48
O	-22.572	2.859	27.371	0.554	0.087	0.536
O	-25.497	7.092	0.243	-0.14	-0.56	0.26
O	-0.471	1.528	28.165	0.417	-0.19	0.369
O	32.676	2.123	-2.311	-0.217	0.306	-0.128
O	-6.266	-6.921	26.059	-0.062	-0.071	0.52
O	-25.827	2.208	-4.336	0.404	-0.376	-0.523
O	-7.841	7.427	-1.096	0.034	-0.26	0.225
O	-20.446	5.321	0.214	0.119	0.562	0.164
O	-19.335	-5.471	-0.298	0.214	0.097	-0.127
O	-8.543	-7.031	0.527	-0.042	0.415	-0.112
O	-23.283	-6.24	28.477	-0.139	0.167	0.504
O	-19.072	3.531	-1.189	-0.025	0.031	-0.552
O	-19.21	-7.355	27.731	0.514	0.012	-0.164
O	-21.163	-4.577	28.583	-0.335	0.404	0.463
O	29.973	-4.259	-4.156	0.38	0.29	-0.307
O	10.047	-0.087	1.53	0.686	-0.354	0.074
O	-22.686	-1.522	26.272	0.042	-0.55	-0.112
O	-15.877	4.282	27.885	0.544	-0.383	-0.544
O	-13.489	0.483	-3.633	0.245	-0.211	0.191
O	-14.742	-5.682	-2.2	-0.421	-0.06	-0.681
O	-17.743	5.166	0.226	-0.178	0.103	0.355
O	31.417	1.948	28.632	0.124	0.447	-0.133
O	27.179	5.818	2.176	-0.054	-0.357	-0.457
O	-16.481	-5.292	26.973	-0.081	-0.142	-0.032
O	-18.851	-4.178	27.332	-0.139	0.094	-0.585
O	-17.39	2.323	27.324	-0.076	-0.452	0.183
O	16.797	3.311	-1.122	-0.216	-0.458	-0.081
O	-14.613	-4.685	0.17	-0.068	-0.13	0.611
O	-7.068	6.87	-3.474	0.402	-0.127	0.22
O	17.239	-6.678	27.298	-0.267	-0.355	0.143
O	13.37	-5.042	24.948	0.003	-0.228	0.433
O	-18.14	-0.805	28.49	0.113	0.371	0.139
O	-12.188	-0.191	-0.678	0.116	0.28	-0.259
O	-8.009	2.781	-3.781	-0.276	-0.42	-0.165
O	-17.446	1.665	-2.063	0.117	-0.695	-0.162
O	15.31	-6.039	0.564	0.25	-0.379	-0.208
O	-6.151	5.06	-0.098	-0.423	0.608	-0.326
O	-11.128	-2.016	27.838	0.209	0.537	0.563
O	28.108	-7.664	27.906	-0.506	0.036	0.174
O	-27.087	0.199	1.993	-0.062	-0.148	0.049
O	-4.953	3.562	25.475	-0.27	0.029	-0.094
O	13.41	5.108	26.419	0.3	-0.039	-0.151
O	5.555	-4.269	-1.173	-0.174	-0.171	-0.059
O	-24.693	3.709	26.11	-0.285	0.166	0.072
O	-1.429	5	-2.807	-0.046	-0.326	0.427
O	-21.062	-1.249	-1.124	-0.066	-0.319	-0.077
O	-7.218	-2.499	28.324	-0.37	0.228	0.009
O	4.571	6.609	27.633	0.052	-0.102	-0.419
O	-7.291	-7.069	-4.47	0.23	0.275	-0.106
O	-11.59	7.661	28.827	-0.337	-0.206	-0.409
O	-3.013	5.353	24.764	-0.073	-0.03	0.471
O	26.24	-3.516	1.226	-0.447	0.283	-0.137
O	3.853	6.571	-1.753	-0.372	-0.224	0.088
O	22.814	-1.133	25.89	-0.358	-0.28	0.42
O	-0.504	-1.158	-3.327	-0.368	0.42	-0.156
O	1.999	1.101	0.495	-0.11	-0.215	-0.582
O	-0.192	7.202	1.032	0.051	0.224	-0.47
O	-13.092	-2.065	-3.706	0.246	-0.417	0.314
O	-26.018	-6.897	1.313	-0.233	0.568	-0.316
O	-20.338	-7.885	-0.648	0.306	-0.245	0.135
O	5.079	4.159	-1.828	0.194	0.351	-0.141
O	-26.42	-2.776	28.809	0.086	-0.319	-0.295
O	4.211	2.191	-0.359	-0.208	-0.143	-0.239
O	1.043	3.762	-4.504	-0.151	-0.063	0.573
O	-23.354	7.891	-0.8	0.022	0.564	-0.064
O	21.592	1.667	0.775	-0.268	0.371	0.096
O	10.606	5.951	-4.073	0.206	0.209	-0.426
O	9.26	3.377	-0.823	-0.07	-0.054	-0.201
O	0.866	-2.662	-1.743	-0.043	-0.076	-0.002
O	-28.656	-2.538	27.437	0.437	0.098	-0.487
O	29.752	7.695	-3.605	0.492	-0.042	-0.149
O	7.472	0.91	-3.646	-0.071	0.346	0.767
O	9.948	3.448	-3.448	-0.094	-0.177	-0.087
O	-20.198	4.557	25.561	-0.169	-0.059	0.026
O	7.469	-5.867	-1.794	-0.109	-0.507	-0.238
O	-1.791	-6.715	26.808	0.521	0.084	0.611
O	9.224	-4.824	-0.23	0.666	-0.051	-0.368
O	-13.312	3.172	1.801	-0.383	-0.295	-0.458
O	19.372	3.647	-0.638	0.392	0.249	0.172
O	-16.696	7.402	1.504	0.08	-0.103	-0.547
O	-14.286	-0.559	0.98	-0.355	0.48	-0.138
O	-31.77	4.411	1.753	0.18	0.58	0.029
O	4.705	-7.269	-2.156	0.491	0.384	0.414
O	2.735	-2.7	2.305	-0.256	-0.156	-0.113
O	-25.434	-2.598	-0.149	-0.5	-0.12	-0.048
O	7.69	-0.654	0.27	0.072	0.775	-0.207
O	8.534	1.959	1.289	-0.379	0.197	0.186
O	12.352	6.863	-2.324	0.293	0.081	-0.325
O	24.514	3.82	1.27	0.023	0.116	0.065
O	-16.068	3.728	-1.282	0.51	-0.25	-0.119
O	9.801	-2.234	0.059	0.388	-0.158	-0.125
O	20.885	-4.653	1.726	-0.241	-0.494	0.078
O	-6.988	3.505	1.746	0.108	0.15	0.47
O	21.95	0.5	-1.534	0.396	-0.454	-0.13
O	20.185	4.225	-3.098	0.163	0.538	0.178
O	22.807	1.059	27.454	-0.036	0.152	0.615
O	27.865	6.103	28.62	-0.019	-0.257	-0.088
O	12.651	-2.579	-1.911	-0.413	-0.331	0.211
O	-8.721	-6.191	25.457	-0.188	0.289	0.285
O	8.612	5.941	25.796	-0.077	-0.292	-0.091
O	-16.216	6.76	28.464	-0.455	-0.052	-0.419
O	-30.302	2.325	27.806	-0.219	-0.154	0.157
O	-28.106	-5.311	-1.197	-0.192	-0.45	-0.146
O	5.818	-7.732	-4.456	0.397	0.338	-0.272
O	25.967	3.412	-0.952	-0.243	0.008	-0.043
O	-9.289	-3.618	27.169	-0.313	-0.381	-0.135
O	-20.306	-1.25	1.374	0.245	-0.086	0.057
O	-28.643	-4.269	1.148	0.181	-0.114	-0.254
O	-24.002	7.782	27.398	-0.428	0.265	-0.147
O	-13.006	-3.852	27.715	-0.275	-0.151	0.062
O	29.136	-6.229	-2.699	-0.811	0.033	0.007
O	-11.427	1.247	1.286	-0.022	0.071	0.311
O	30.215	2.31	2.244	-0.59	0.283	0.154
O	-31.241	3.034	-0.333	0.483	0.081	0.041
O	-9.902	-6.534	-4.274	0.202	0.258	-0.131
O	-18.955	-2.804	-0.448	0.388	0.225	-0.669
O	-24.427	4.219	28.652	0.24	0.265	0.42
O	-21.956	-5.896	0.08	-0.135	-0.245	0.121
O	-28.657	-0.865	-2.304	0.53	-0.165	-0.436
O	-3.942	-6.158	-1.703	-0.367	0.02	-0.129
O	31.836	7.569	25.703	0.714	-0.086	0.169
O	14.471	0.023	27.938	-0.598	-0.088	0.119
O	32.137	-2.509	-4.381	-0.75	-0.147	0.161
O	-14.664	5.395	-3.35	-0.023	-0.68	0.163
O	0.643	4.726	1.508	-0.637	-0.372	-0.347
O	3.29	4.848	-3.63	-0.44	-0.262	0.228
O	-19.957	-0.229	-3.23	0.314	0.175	-0.286
O	-30.198	-0.366	27.826	-0.154	0.051	0.541
O	0.389	5.656	-0.975	0.175	-0.437	-0.36
O	2.187	7.574	28.558	-0.215	-0.317	0.366
O	-25.787	-4.498	-2.004	0.075	0.061	-0.488
O	-28.666	-3.219	-3.508	0.134	-0.555	0.103
O	-28.484	-7.17	-4.581	0.142	-0.222	0.293
O	24.738	0.635	25.645	0.066	-0.024	-0.123
O	-15.272	2.323	-3.436	-0.157	-0.114	-0.171
O	6.803	2.413	-0.785	0.12	-0.201	-0.045
O	0.733	-2.948	28.489	-0.159	-0.254	0.009
O	16.101	4.292	-3.414	-0.138	0.147	-0.21
O	-5.665	3.578	-3.313	-0.059	0.391	0.115
O	-11.717	1.665	26.045	0.467	-0.137	0.068
O	-4.006	-1.324	1.4	0.317	0.378	-0.226
O	5.184	1.66	-2.773	-0.535	-0.38	-0.155
O	-1.661	-3.68	1.07	0.369	-0.262	-0.155
O	-24.041	2.959	-2.013	-0.019	-0.197	-0.612
O	-0.565	-0.983	27.483	0.422	-0.187	-0.355
O	-22.076	1.063	-2.133	-0.294	0.056	-0.448
O	-8.142	2.63	-1.097	-0.09	0.378	0.049
O	10.454	-0.855	26.726	0.422	0.269	0.572
O	16.212	5.9	-1.295	0.316	0.056	-0.283
O	-4.155	-6.061	0.908	-0.404	0.308	0.108
O	-21.305	-3.4	0.367	0.146	-0.021	0.244
O	-19.196	-2.825	-3.773	0.105	-0.069	0.312
O	-1.921	-2.951	28.628	0.077	-0.103	-0.058
O	-22.852	5.427	26.983	0.526	-0.234	0.016
O	15.916	2.091	28.398	-0.053	-0.397	0.568
O	-10.576	-1.313	1.078	-0.375	-0.312	-0.201
O	20.308	-7.242	-0.578	-0.112	-0.033	0.249
O	-21.323	0.615	26.915	0.631	0.412	0.377
O	-17.437	3.699	-3.652	-0.371	0.392	0.222
O	-14.916	7.961	-2.968	0.004	0.532	0.141
O	28.419	3.428	-2.016	0.194	0.383	-0.313
O	-16.686	-2.725	27.492	0.702	0.066	0.173
O	-15.611	-1.152	-3.992	0.043	-0.297	0.259
O	-23.437	-4.03	-0.985	0.211	-0.071	-0.403
O	-9.634	0.531	-0.536	0.148	0.12	-0.615
O	-32.276	5.39	-0.673	-0.43	-0.028	-0.01
O	-8.193	4.948	-2.2	0.389	-0.018	0.158
O	-9.795	5.756	28.133	-0.063	-0.293	-0.15
O	-3.577	5.413	-4.394	-0.488	-0.225	-0.173
O	-27.6	-4.967	28.239	-0.311	-0.121	-0.445
O	8.85	4.464	27.927	-0.291	-0.49	0.264
O	-3.359	-4.615	27.146	-0.259	-0.003	-0.302
O	-1.852	-4.591	-1.422	0.547	-0.223	0.071
O	17.027	-5.263	-1.972	0.52	0.112	0.017
O	0.315	3.356	26.451	-0.303	0.338	0.332
O	21.127	-2.272	28.017	-0.025	0.394	-0.2
O	31.68	8.101	0.983	0.393	-0.186	0.217
O	-8.385	-6.488	-2.114	-0.338	0.194	0.134
O	24	5.229	25.905	0.035	0.103	0.088
O	13.964	-8.153	-0.54	0.45	-0.321	-0.504
O	24.598	-0.865	27.762	0.316	-0.36	-0.126
O	-13.475	-2.511	2.533	-0.12	-0.115	-0.113
O	19.178	-2.72	2.238	-0.117	-0.166	-0.336
O	-11.574	5.249	-3.68	-0.679	0.222	-0.089
O	3.459	-6.448	-4.363	-0.016	0.758	-0.214
O	21.034	-2.924	-0.282	0.083	0.685	0.21
O	4.471	-4.187	1.179	-0.078	-0.418	0.016
O	22.77	-7.69	-1.544	-0.231	-0.511	-0.082
O	-27.279	2.539	0.543	-0.556	0.179	-0.101
O	0.928	-1.101	1.381	-0.567	-0.226	-0.041
O	26.577	8.118	0.095	0.056	-0.093	0.485
O	2.81	3.218	1.715	0.269	0.299	-0.047
O	-1.476	7.208	25.767	0.5	-0.06	0.203
O	-11.094	2.85	28.441	0.518	-0.229	-0.111
O	9.529	0.218	-1.071	-0.451	0.074	-0.105
O	10.779	7.313	26.242	0.026	-0.181	0.14
O	8.708	0.745	27.629	-0.017	0.449	0.003
O	32.232	-1.94	-1.807	-0.325	-0.017	-0.198
O	-7.395	1.028	0.824	0.099	-0.468	0.059
O	-29.82	-7.361	1.632	0.01	0.358	0.133
O	0.909	-6.746	-3.572	0.043	0.336	0.133
O	5.513	5.454	2.26	-0.01	-0.048	-0.591
O	29.42	1.866	-0.242	-0.082	-0.423	0.234
O	8.201	-8.07	2.427	-0.022	-0.151	-0.142
O	7.251	-6.135	0.904	-0.444	0.005	-0.027
O	19.726	-0.899	-1.43	-0.389	0.161	0.46
O	-5.247	7.459	28.418	0.144	-0.21	-0.179
O	3.294	-3	-0.982	-0.23	0.538	-0.082
O	-0.586	1.016	1.251	-0.133	-0.006	-0.373
O	15.42	0.708	0.964	-0.406	0.049	-0.633
O	12.019	-0.073	-1.505	0.266	0.23	0.146
O	27.061	-5.587	-0.161	0.471	-0.283	-0.115
O	-29.213	-5.028	25.406	-0.227	0.161	0.337
O	-2.541	7.497	28.246	0.584	0.243	0.285
O	-16.08	-6.873	-0.208	-0.135	-0.261	-0.162
O	30.087	-0.169	27.901	0.511	-0.32	-0.062
O	10.55	-7.848	-3.314	-0.647	0.13	-0.037
O	11.067	-5.405	2.273	-0.083	-0.065	-0.429
O	20.681	-0.202	-3.76	-0.227	0.468	-0.519
O	-15.834	6.285	-1.133	-0.541	0.278	0.22
O	1.747	-5.06	-1.123	-0.301	-0.109	0.218
O	27.412	-5.454	2.578	-0.208	-0.132	-0.041
O	7.329	-3.375	-2.886	0.128	0.548	0.318
O	13.285	-5.749	-1.057	-0.376	0.418	0.108
O	18.234	3.343	28.706	0.189	-0.118	-0.109
O	16.458	-7.767	-1.209	-0.002	-0.008	0.054
O	-15.879	-0.226	27.048	-0.085	0.496	-0.178
O	20.513	7.106	1.111	-0.311	-0.582	-0.12
O	10.989	-5.494	-4.453	-0.499	-0.225	-0.138
O	27.163	3.805	27.669	-0.51	-0.13	0.267
O	-30.554	-5.311	-0.467	0.02	-0.628	-0.319
O	-27.939	8.012	0.074	-0.029	-0.204	-0.272
O	-25.513	4.323	-0.362	0.039	0.654	0.002
O	-9.679	6.979	-2.921	-0.329	0.484	0.45
O	11.436	3.945	27.863	0.088	-0.15	0.144
O	13.515	2.536	27.319	0.223	0.001	0.103
O	22.603	5.653	1.845	-0.281	-0.15	-0.234
O	3.244	2.926	27.892	-0.13	-0.299	-0.024
O	-13.807	5.894	27.737	0.303	0.343	0.349
O	-19.186	6.256	-1.768	0.079	0.008	-0.291
O	-26.953	4.234	27.967	0.018	-0.103	-0.302
O	26.138	1.65	0.97	-0.022	-0.337	-0.539
O	27.677	-0.158	2.255	-0.16	-0.101	-0.559
O	28.91	4.135	1.015	-0.236	0.209	-0.292
O	9.79	6.606	-1.612	-0.381	-0.247	0.133
O	1.264	-6.366	1.061	-0.244	0.456	-0.086
O	23.053	-1.223	-3.684	0.003	0.006	0.152
O	32.373	-0.067	-3.56	0.172	-0.079	0.072
O	23.002	-3.135	1.337	0.508	-0.165	-0.211
O	17.185	-4.181	0.395	0.513	0.298	0.034
O	29.348	-2.434	2.469	0.079	-0.064	-0.161
O	-12.219	6.637	25.838	0.277	0.009	0.165
O	31.939	0.423	1.834	-0.313	0.088	0.025
O	-3.291	-4.678	-3.667	-0.252	-0.202	0.056
O	17.93	1.602	0.464	0.654	0.069	0.188
O	-30.51	6.333	-2.471	0.099	-0.005	0.022
O	-31.868	-5.59	1.743	-0.262	0.115	0.3
O	30.587	-2.218	0.056	-0.503	0.586	0.312
O	-30.009	-2.463	2.333	-0.149	0.191	-0.571
O	27.628	-0.182	28.715	-0.166	0.348	-0.306
O	-24.835	2.235	1.183	-0.042	0.144	0.592
O	17.442	-4.184	26.36	0.195	0.256	0.468
O	-8.194	-4.604	-3.997	0.021	0.214	0.471
O	25.132	7.15	-1.838	-0.35	-0.339	-0.427
O	25.304	5.644	28.137	-0.161	-0.357	0.533
O	-3.765	4.605	0.978	0.194	0.346	-0.095
O	25.042	7.522	2.238	-0.488	-0.213	-0.449
O	-12.235	-4.469	1.32	0.293	-0.053	-0.285
O	21.879	-7.205	28.494	-0.191	-0.309	-0.058
O	-8.717	5.126	0.672	0.018	0.223	-0.716
O	-3.909	8.095	26.227	0.07	-0.297	0.095
O	-12.435	-4.742	-1.36	0.613	0.379	-0.362
O	-19.767	2.426	1.978	-0.202	-0.03	-0.709
O	16.81	-7.192	-3.704	-0.411	-0.129	-0.216
O	-21.966	3.882	1.772	-0.13	0.158	0.054
O	-19.019	8.144	2.34	-0.396	0.012	-0.51
O	14.323	4.001	-1.406	0.087	-0.457	0.131
O	2.482	-1.287	25.444	-0.353	0.381	0.421
O	25.486	-0.044	-3.298	-0.267	0.447	0.257
O	-14.497	-0.925	-1.68	-0.634	0.4	0.161
O	-4.909	1.065	-2.59	0.459	0.059	-0.336
O	13.98	2.502	2.393	0.039	0.339	0.331
O	26.032	-3.579	-1.518	-0.556	-0.087	0.07
O	-3.687	7.596	-2.898	-0.283	0.641	0.031
O	7.525	-3.15	0.996	-0.237	-0.592	0.499
O	-27.459	6.54	26.81	0.391	0.019	0.358
O	-12.448	-6.346	-3.468	-0.036	0.187	-0.066
O	-0.282	7.382	-2.917	0.342	-0.251	-0.414
O	-5.212	-0.912	-0.74	0.056	0.306	0.122
O	-24.605	-2.276	-2.655	0.489	0.283	-0.029
O	2.628	-4.313	27.32	0.702	-0.037	-0.086
O	17.726	4.113	1.192	-0.131	0.166	-0.087
O	12.974	5.769	-0.074	0.059	0.141	0.311
O	-31.181	-2.918	27.567	0.329	-0.07	0.404
O	15.556	6.646	26.321	0.168	0.42	-0.055
O	-11.666	7.416	0.55	-0.087	0.151	-0.157
O	12.814	-1.599	0.68	-0.294	-0.046	0.001
O	18.806	-3.396	-1.554	0.053	-0.274	-0.255
O	-4.425	1.119	26.142	0.385	-0.023	-0.58
O	-7.669	7.036	27.387	-0.258	0.454	-0.367
O	-7.305	0.256	-1.699	-0.494	-0.09	-0.203
O	10.136	0.282	-3.548	0.535	-0.032	-0.122
O	-8.372	-2.675	1.937	0.045	-0.011	-0.233
O	-24.009	5.722	-2.184	-0.088	-0.093	-0.244
O	9.835	-3.334	-3.613	-0.09	-0.045	0.465
O	-3.148	3.034	-3.255	0.118	-0.571	-0.012
O	-27.477	1.431	-2.351	0.306	0.631	0.42
O	-2.495	2.613	2.106	-0.091	-0.058	-0.118
O	-2.105	-7.483	1.75	0.242	0.192	-0.283
O	11.439	7.959	-0.14	0.052	0.63	0.367
O	-28.131	0.933	28.562	0.076	-0.127	-0.003
O	15.944	7.106	1.043	-0.034	-0.017	-0.166
O	20.998	-2.656	-2.868	0.231	-0.45	-0.11
O	-32.33	7.865	-1.342	-0.025	0.28	-0.407
O	27.725	0.909	-2.19	-0.111	0.015	0.11
O	-6.25	-6.74	-0.637	-0.07	0.564	-0.133
O	6.371	-5.058	26.049	0.067	-0.2	0.15
O	27.211	5.673	-1.044	0.215	0.001	0.59
O	-19.782	1.008	-0.943	0.23	-0.14	0.687
O	-30.885	-1.86	-3.134	-0.017	-0.077	-0.41
O	-26.09	4.373	-2.9	-0.754	0.034	0.339
O	-23.866	8.103	-3.42	0.149	-0.157	0.084
O	30.425	-4.314	-1.516	0.365	-0.074	-0.023
O	-23.984	0.658	26.819	-0.654	0.162	0.406
O	-13.287	6.603	-1.361	0.325	-0.404	-0.313
O	-5.977	2.494	27.78	0.301	-0.283	0.164
O	2.326	-7.62	-1.141	-0.115	-0.166	-0.025
O	-10.232	3.302	-2.497	-0.246	-0.487	0.271
O	30.104	7.051	27.441	0.255	-0.532	-0.249
O	-13.102	-2.549	-0.235	0.259	0.023	-0.101
O	32.584	-5.01	28.021	-0.167	-0.015	-0.152
O	28.3	-5.075	27.296	0.012	0.249	-0.002
O	15.992	-0.862	-3.479	0.347	0.184	-0.045
O	18.001	7.262	28.342	-0.648	-0.402	0.186
O	5.661	-5.279	-3.596	-0.237	0.396	-0.588
O	14.457	-0.877	-1.28	0.003	0.222	-0.043
O	-5.436	-0.53	27.895	-0.235	0.258	-0.274
O	-4.607	3.036	-0.981	-0.019	-0.478	0.3
O	8.997	-7.507	-0.421	-0.19	-0.036	-0.22
O	-15.2	4.805	1.018	-0.287	0.069	-0.048
O	-26.029	-0.277	-3.653	0.238	0.138	0.494
O	-19.672	-7.877	-3.192	-0.091	-0.003	0.089
O	19.357	-6.782	-4.406	0.003	-0.021	0.234
O	-23.129	5.572	0.297	-0.051	-0.311	-0.219
O	18.324	7.174	-0.218	0.168	-0.527	0.126
O	22.224	-5.309	-0.364	0.27	-0.138	-0.104
O	5.689	-2.843	27.429	-0.122	-0.069	-0.055
O	-17.788	1.764	0.49	0.625	-0.16	-0.17
O	-17.715	-4.203	1.354	0.199	0.32	0.027
O	-17.762	3.871	25.277	0.278	0.225	-0.636
O	-26.137	-7.054	-1.312	0.705	-0.299	-0.188
O	-1.947	6.874	-1.024	0.098	0.398	0.539
O	27.392	-4.031	-3.846	-0.175	-0.609	0.167
O	30.303	-7.949	-1.156	-0.17	-0.293	0.288
O	26.492	4.559	-3.311	-0.505	-0.282	-0.221
O	13.872	-2.096	-4.332	-0.132	0.28	-0.472

Results
total energy: -404404.363 eV
total energy less fixed offsets of O -438.25, Si -107.07 eV per atom: 17.187 eV
